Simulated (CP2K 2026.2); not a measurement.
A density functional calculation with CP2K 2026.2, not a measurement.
Periodic cell of 2136 atoms, Si1432O704, from a study of silicon, its oxide and their interface. The atomic structure is a simulated model.
Doubt: the forces sum to 12.98 eV/angstrom along one axis rather than to zero, so they err by at least 0.0061 eV/angstrom per atom on average; the grid cutoff is modest.

Settings: functional PBE; method Gaussian and plane waves; basis set DZVP-MOLOPT-SR-GTH; pseudopotentials GTH-PBE; grid cutoff 300 Ry, relative cutoff 40 Ry; k points Gamma only; occupations fixed; spin none; net charge 0.

Cell vectors (angstrom)
a	32.664	0	0
b	0	32.664	0
c	-0.0695	-0.2318	35.3138

Atoms: element, x, y, z (angstrom)
Si	-0.56	0.556	0.419
Si	3.973	4.048	1.548
Si	-0.185	5.431	0.02
Si	2.769	8.367	0.174
Si	-0.491	11.031	-0.505
Si	3.01	14.387	-0.219
Si	1.035	15.759	-0.333
Si	2.174	17.858	-0.315
Si	-0.469	22.547	-0.281
Si	2.921	23.541	-0.309
Si	0.212	26.978	-0.2
Si	3.084	29.796	0.028
Si	5.159	0.367	0.001
Si	8.337	2.547	-0.01
Si	5.041	6.184	-0.456
Si	9.677	9.633	1.385
Si	7.537	8.946	-1.62
Si	8.826	15.938	-0.86
Si	4.978	18.975	-1.438
Si	9.571	19.993	-0.726
Si	3.764	20.181	1.853
Si	8.134	24.653	-0.759
Si	5.258	27.488	-0.3
Si	8.131	29.908	-0.354
Si	10.508	0.232	0.003
Si	13.819	2.322	0.091
Si	10.583	6.299	-0.153
Si	12.994	8.76	-0.095
Si	11.379	10.575	-0.007
Si	15.06	14.979	1.42
Si	11.323	17.546	-0.394
Si	15.446	21.424	0.603
Si	13.021	25.249	-1.762
Si	13.979	23.403	0.258
Si	11.29	26.971	0.227
Si	14.535	29.877	-0.406
Si	17.582	1.419	1.581
Si	18.609	2.961	0.056
Si	16.156	4.918	-0.236
Si	19.134	9.002	-0.767
Si	15.644	11.735	0.008
Si	18.609	13.95	0.257
Si	16.861	15.542	-0.111
Si	19.257	18.865	0.381
Si	17.046	19.836	-1.582
Si	18.77	24.636	-0.155
Si	16.926	26.345	0.011
Si	18.726	29.999	0.192
Si	21.537	0.068	-0.004
Si	25.19	3.392	1.177
Si	20.421	4.143	1.054
Si	23.91	8.948	-0.328
Si	22.344	11.809	1.714
Si	25.085	13.506	-0.722
Si	20.765	16.961	0.157
Si	23.948	19.055	-0.52
Si	21.87	21.336	0.024
Si	25.465	24.15	-0.169
Si	22.368	27.366	-0.522
Si	25.108	29.531	0.194
Si	27.414	-0.242	0.009
Si	30.465	2.268	0.509
Si	29.206	3.769	-1.685
Si	30.375	6.489	-0.676
Si	27.097	11.175	0.029
Si	30.37	13.592	-0.179
Si	27.162	16.297	-0.117
Si	31.332	20.843	1.007
Si	28.829	23.176	1.524
Si	30.427	24.149	0.096
Si	26.762	27.704	0.086
Si	29.746	30.364	0.007
Si	1.262	1.27	1.693
Si	1.632	3.179	-1.335
Si	1.251	6.881	1.268
Si	4.082	9.625	1.623
Si	1.554	12.273	1.555
Si	4.539	15.419	1.454
Si	2.275	18.336	1.885
Si	4.538	21.567	0.072
Si	1.268	23.062	1.316
Si	3.968	25.595	0.699
Si	1.394	28.562	1.138
Si	4.207	31.325	1.373
Si	6.791	1.423	1.361
Si	9.585	4.29	1.017
Si	8.106	5.465	2.491
Si	8.846	7.938	0.039
Si	7.012	12.481	1.679
Si	8.662	14.272	1.562
Si	6.914	18.177	-0.326
Si	10.148	21.007	1.346
Si	6.523	22.679	0.897
Si	9.627	25.961	1.542
Si	6.832	28.576	1.167
Si	9.412	31.251	1.214
Si	12.137	1.346	1.305
Si	14.858	3.978	1.428
Si	10.879	8.263	2.859
Si	14.824	9.766	1.094
Si	12.206	12.334	1.296
Si	13.902	13.468	0.123
Si	12.619	18.171	1.526
Si	16.144	19.006	3.005
Si	11.986	22.72	1.533
Si	15.06	25.403	1.317
Si	12.42	28.519	1.525
Si	15.661	32.832	0.988
Si	16.461	-1.971	0.546
Si	21.787	5.448	-0.555
Si	17.629	7.052	1.194
Si	20.65	10.101	1.616
Si	17.447	12.361	1.479
Si	20.134	15.14	1.531
Si	17.682	17.849	1.718
Si	20.446	20.382	1.577
Si	17.301	22.619	1.592
Si	20.5	25.505	1.23
Si	17.916	28.115	1.368
Si	20.356	31.238	1.437
Si	23.263	1.544	1.238
Si	26.176	3.475	-0.982
Si	22.935	7.035	0.921
Si	25.688	9.68	1.151
Si	22.481	11.836	-0.552
Si	25.71	14.903	1.127
Si	22.884	17.636	1.085
Si	25.939	20.377	1.556
Si	23.125	22.856	1.281
Si	26.056	25.832	1.385
Si	23.375	28.439	1.312
Si	25.965	31.276	1.447
Si	28.539	1.31	1.416
Si	31.399	4.086	1.625
Si	29.26	7.319	1.305
Si	30.853	9.191	1.501
Si	28.704	12.43	1.212
Si	31.728	15.067	1.151
Si	28.437	17.671	1.344
Si	29.041	19.293	-0.219
Si	27.381	21.76	0.415
Si	31.5	25.802	1.342
Si	28.638	28.624	1.196
Si	31.219	31.373	1.502
Si	0.06	2.768	3.007
Si	2.75	-0.126	2.801
Si	-0.07	8.168	2.733
Si	2.635	5.548	2.742
Si	0.106	13.686	2.742
Si	2.763	10.932	2.974
Si	0.335	19.055	2.906
Si	2.986	16.385	2.921
Si	0.116	24.483	2.775
Si	2.498	21.769	2.927
Si	0.044	29.902	2.609
Si	2.775	27.061	2.402
Si	5.475	2.752	2.793
Si	8.138	-0.023	2.659
Si	5.555	8.138	2.669
Si	6.885	6.928	1.024
Si	5.414	13.696	2.86
Si	8.225	10.851	2.798
Si	5.411	19.01	3.01
Si	7.991	16.195	2.828
Si	5.255	24.247	2.168
Si	8.18	21.8	2.495
Si	5.57	29.938	2.656
Si	8.319	27.483	2.725
Si	10.874	2.899	2.535
Si	13.776	0.145	2.59
Si	12.195	7.062	1.36
Si	13.557	5.554	2.595
Si	10.714	13.595	2.627
Si	13.546	10.978	2.705
Si	10.885	19.178	2.775
Si	13.628	16.383	2.705
Si	10.88	24.406	2.77
Si	13.375	21.682	3.126
Si	10.957	30.021	2.62
Si	13.763	26.988	2.686
Si	16.308	2.852	2.895
Si	19.046	0.001	2.774
Si	16.23	8.39	2.537
Si	19.02	5.534	2.466
Si	16.242	13.684	2.958
Si	18.87	11.028	2.805
Si	14.297	19.94	1.91
Si	18.912	16.381	3.062
Si	16.354	24.307	2.904
Si	18.977	21.626	2.878
Si	16.583	29.643	2.639
Si	19.333	26.944	2.726
Si	21.731	2.782	2.549
Si	24.447	-0.006	2.622
Si	21.693	8.214	2.591
Si	24.351	5.451	2.28
Si	21.529	13.706	2.787
Si	24.349	10.916	2.671
Si	21.822	18.967	2.782
Si	24.32	16.277	2.481
Si	21.806	24.235	2.685
Si	24.506	21.703	2.802
Si	21.841	29.8	2.598
Si	24.539	27.015	2.747
Si	27.035	2.68	2.599
Si	29.85	-0.005	2.893
Si	27.195	8.222	2.379
Si	29.954	5.548	2.757
Si	27.21	13.696	2.551
Si	29.871	10.973	2.673
Si	27.18	18.913	2.858
Si	30.111	16.394	2.473
Si	27.395	24.534	2.784
Si	30.064	21.72	2.806
Si	27.315	29.879	2.76
Si	30.019	27.219	2.561
Si	1.419	4.171	4.233
Si	4.094	1.342	4.092
Si	1.321	9.505	4.121
Si	4.121	6.843	4.046
Si	1.448	15.034	4.122
Si	4.098	12.331	4.235
Si	1.339	20.454	4.438
Si	4.149	17.693	4.452
Si	1.491	25.876	4.025
Si	4.069	23.15	3.954
Si	1.374	31.19	4.089
Si	4.132	28.485	3.872
Si	6.872	4.136	4.04
Si	9.558	1.431	3.916
Si	6.829	9.498	4.11
Si	9.439	6.808	4.008
Si	6.756	14.931	4.339
Si	9.559	12.219	4.165
Si	6.939	20.428	4.037
Si	9.47	17.675	3.993
Si	7.023	26.08	4.1
Si	9.407	23.14	4.076
Si	6.852	31.297	4.081
Si	9.657	28.759	4.104
Si	12.223	4.181	3.992
Si	14.936	1.454	4.155
Si	12.271	9.601	4.153
Si	14.962	6.917	3.933
Si	12.144	14.99	3.972
Si	14.862	12.271	4.178
Si	12.055	20.353	4.439
Si	14.881	17.579	4.309
Si	12.288	25.779	4.077
Si	14.917	23.052	4.263
Si	12.416	31.357	3.912
Si	15.051	28.474	3.994
Si	17.758	4.246	4.028
Si	20.433	1.419	4.006
Si	17.558	9.598	4.076
Si	20.324	6.861	3.939
Si	17.594	14.975	4.351
Si	20.225	12.359	4.196
Si	17.619	20.329	4.272
Si	20.428	17.705	4.229
Si	17.8	25.741	4.099
Si	20.38	23.03	4.138
Si	17.713	31.206	4.042
Si	20.513	28.486	4.045
Si	23.061	4.197	3.882
Si	25.809	1.306	4.047
Si	23.09	9.488	4.041
Si	25.821	6.771	3.73
Si	23.062	14.98	4.024
Si	25.813	12.31	3.942
Si	23.145	20.345	4.159
Si	25.721	17.556	4.037
Si	23.126	25.686	4.06
Si	25.943	23.117	4.06
Si	23.128	31.247	3.97
Si	25.894	28.481	4.049
Si	28.459	4.117	3.932
Si	31.26	1.371	4.18
Si	28.45	9.583	3.95
Si	31.316	6.817	4.175
Si	28.646	15.034	3.9
Si	31.326	12.278	4.021
Si	28.624	20.34	4.096
Si	31.389	17.702	3.993
Si	28.72	25.907	4.089
Si	31.407	23.11	4.142
Si	28.566	31.24	4.2
Si	31.346	28.56	3.989
Si	0.017	-0.046	5.429
Si	2.782	2.729	5.478
Si	-0.001	5.486	5.545
Si	2.743	8.178	5.448
Si	-0.027	10.912	5.438
Si	2.717	13.659	5.557
Si	0.028	16.359	5.447
Si	2.743	19.072	5.685
Si	-0.025	21.825	5.662
Si	2.82	24.527	5.414
Si	0.061	27.205	5.369
Si	2.785	29.823	5.356
Si	5.471	-0.015	5.428
Si	8.213	2.734	5.374
Si	5.466	5.458	5.41
Si	8.164	8.15	5.472
Si	5.486	10.899	5.483
Si	8.182	13.549	5.555
Si	5.476	16.301	5.728
Si	8.188	19.031	5.463
Si	5.495	21.809	5.344
Si	8.192	24.569	5.468
Si	5.486	27.271	5.395
Si	8.234	30.018	5.466
Si	10.985	0.069	5.273
Si	13.564	2.835	5.426
Si	10.845	5.484	5.381
Si	13.631	8.189	5.427
Si	10.902	10.9	5.543
Si	13.477	13.648	5.462
Si	10.838	16.337	5.414
Si	13.533	18.986	5.635
Si	10.709	21.82	5.594
Si	13.576	24.472	5.545
Si	10.945	27.238	5.385
Si	13.675	29.911	5.313
Si	16.331	-0.028	5.373
Si	19.068	2.79	5.361
Si	16.337	5.578	5.349
Si	18.989	8.215	5.36
Si	16.25	10.918	5.509
Si	18.97	13.634	5.659
Si	16.24	16.301	5.685
Si	19.03	19.011	5.594
Si	16.295	21.721	5.602
Si	19.089	24.421	5.522
Si	16.412	27.169	5.405
Si	19.122	29.889	5.391
Si	21.793	0.004	5.335
Si	24.432	2.782	5.284
Si	21.721	5.509	5.315
Si	24.507	8.115	5.285
Si	21.709	10.912	5.375
Si	24.471	13.634	5.364
Si	21.782	16.305	5.509
Si	24.502	18.976	5.483
Si	21.763	21.697	5.498
Si	24.542	24.422	5.442
Si	21.833	27.13	5.426
Si	24.512	29.901	5.358
Si	27.17	-0.017	5.451
Si	29.841	2.784	5.389
Si	27.124	5.491	5.273
Si	29.862	8.238	5.361
Si	27.131	10.925	5.352
Si	29.929	13.642	5.352
Si	27.225	16.289	5.353
Si	30.005	19.007	5.434
Si	27.271	21.733	5.433
Si	30.02	24.49	5.449
Si	27.282	27.193	5.442
Si	30.006	29.887	5.44
Si	1.372	1.347	6.771
Si	4.139	4.101	6.809
Si	1.386	6.845	6.845
Si	4.083	9.553	6.82
Si	1.329	12.257	6.836
Si	4.058	14.949	6.984
Si	1.329	17.679	6.921
Si	4.182	20.477	6.857
Si	1.447	23.195	6.853
Si	4.158	25.884	6.785
Si	1.407	28.546	6.767
Si	4.103	31.252	6.738
Si	6.845	1.377	6.751
Si	9.54	4.097	6.77
Si	6.787	6.813	6.818
Si	9.526	9.508	6.844
Si	6.823	12.203	6.905
Si	9.532	14.963	6.853
Si	6.866	17.711	6.931
Si	9.451	20.389	6.921
Si	6.8	23.173	6.774
Si	9.586	25.901	6.797
Si	6.848	28.622	6.775
Si	9.622	31.404	6.731
Si	12.245	1.413	6.749
Si	14.989	4.179	6.725
Si	12.239	6.823	6.757
Si	14.941	9.525	6.856
Si	12.215	12.275	6.898
Si	14.854	14.915	6.928
Si	12.165	17.616	6.916
Si	14.928	20.364	6.938
Si	12.185	23.138	6.885
Si	15.002	25.86	6.805
Si	12.307	28.601	6.731
Si	14.982	31.286	6.733
Si	17.708	1.378	6.697
Si	20.417	4.134	6.731
Si	17.672	6.875	6.776
Si	20.365	9.554	6.752
Si	17.613	12.225	6.919
Si	20.411	14.982	6.907
Si	17.663	17.664	6.956
Si	20.4	20.39	6.904
Si	17.69	23.105	6.886
Si	20.45	25.825	6.821
Si	17.735	28.562	6.767
Si	20.444	31.309	6.728
Si	23.13	1.393	6.695
Si	25.805	4.115	6.674
Si	23.118	6.82	6.696
Si	25.805	9.518	6.702
Si	23.101	12.257	6.74
Si	25.864	14.95	6.755
Si	23.138	17.658	6.869
Si	25.897	20.366	6.796
Si	23.164	23.079	6.81
Si	25.895	25.822	6.78
Si	23.173	28.543	6.753
Si	25.831	31.265	6.771
Si	28.543	1.379	6.761
Si	31.241	4.093	6.785
Si	28.504	6.834	6.685
Si	31.24	9.563	6.768
Si	28.543	12.27	6.715
Si	31.293	14.973	6.771
Si	28.582	17.658	6.757
Si	31.273	20.382	6.893
Si	28.618	23.119	6.793
Si	31.386	25.85	6.789
Si	28.629	28.554	6.803
Si	31.338	31.271	6.796
Si	0.024	2.714	13.532
Si	2.755	-0.008	13.548
Si	-0.055	8.178	13.569
Si	2.665	5.443	13.523
Si	-0.066	13.565	13.705
Si	2.654	10.881	13.688
Si	0.031	19.005	13.704
Si	2.664	16.294	13.736
Si	-0.008	24.465	13.587
Si	2.772	21.767	13.588
Si	0.047	29.971	13.604
Si	2.767	27.202	13.62
Si	5.441	2.705	13.555
Si	8.19	0	13.546
Si	5.438	8.17	13.625
Si	8.167	5.471	13.596
Si	5.424	13.56	13.735
Si	8.114	10.841	13.724
Si	5.431	19.003	13.654
Si	8.123	16.333	13.603
Si	5.493	24.515	13.641
Si	8.161	21.741	13.596
Si	5.461	29.936	13.524
Si	8.231	27.279	13.663
Si	10.979	2.769	13.494
Si	13.548	0.027	13.623
Si	10.883	8.134	13.67
Si	13.636	5.46	13.633
Si	10.894	13.514	13.681
Si	13.635	10.838	13.726
Si	10.865	19.052	13.614
Si	13.645	16.238	13.652
Si	10.886	24.531	13.624
Si	13.587	21.836	13.619
Si	10.904	29.994	13.631
Si	13.619	27.297	13.654
Si	16.344	2.751	13.587
Si	19.059	0.051	13.498
Si	16.383	8.182	13.688
Si	19.088	5.44	13.608
Si	16.34	13.571	13.722
Si	19.046	10.868	13.711
Si	16.303	19.045	13.616
Si	19.054	16.321	13.672
Si	16.341	24.604	13.604
Si	19.039	21.863	13.599
Si	16.256	29.962	13.54
Si	19.041	27.266	13.568
Si	21.789	2.741	13.534
Si	24.545	0.009	13.509
Si	21.755	8.14	13.636
Si	24.49	5.41	13.537
Si	21.74	13.597	13.713
Si	24.491	10.853	13.623
Si	21.749	19.086	13.591
Si	24.433	16.325	13.627
Si	21.754	24.526	13.551
Si	24.481	21.775	13.621
Si	21.805	29.968	13.535
Si	24.518	27.248	13.509
Si	27.198	2.711	13.526
Si	30.003	-0.007	13.548
Si	27.182	8.169	13.572
Si	29.936	5.425	13.522
Si	27.172	13.605	13.608
Si	29.896	10.872	13.603
Si	27.196	19.006	13.653
Si	29.906	16.304	13.716
Si	27.274	24.511	13.562
Si	29.981	21.764	13.625
Si	27.284	29.952	13.526
Si	30	27.245	13.563
Si	1.353	4.081	14.916
Si	4.08	1.354	14.926
Si	1.24	9.527	15.013
Si	3.983	6.833	14.87
Si	1.282	14.903	15.104
Si	4.024	12.199	15.1
Si	1.475	20.397	14.97
Si	4.089	17.646	15.063
Si	1.348	25.823	14.919
Si	4.153	23.087	14.955
Si	1.45	31.305	14.963
Si	4.149	28.591	14.94
Si	6.778	4.101	14.889
Si	9.623	1.404	14.777
Si	6.761	9.463	15.107
Si	9.508	6.783	15.033
Si	6.825	14.984	15.007
Si	9.531	12.171	15.066
Si	6.834	20.357	14.972
Si	9.485	17.682	14.948
Si	6.909	25.844	14.99
Si	9.521	23.101	14.928
Si	6.812	31.27	14.883
Si	9.557	28.699	15.06
Si	12.258	4.091	14.969
Si	14.93	1.411	14.919
Si	12.243	9.469	15.058
Si	14.989	6.836	15.007
Si	12.315	14.838	15.003
Si	15.028	12.168	15.111
Si	12.225	20.434	14.937
Si	15.005	17.618	14.98
Si	12.24	25.914	14.985
Si	14.962	23.258	14.929
Si	12.158	31.375	15.071
Si	14.919	28.707	15.06
Si	17.746	4.075	14.964
Si	20.421	1.391	14.881
Si	17.77	9.474	15.136
Si	20.419	6.775	15.041
Si	17.729	14.94	15.06
Si	20.348	12.258	15.104
Si	17.666	20.467	14.898
Si	20.369	17.786	14.977
Si	17.668	25.98	14.999
Si	20.329	23.297	14.974
Si	17.665	31.336	14.778
Si	20.422	28.622	14.887
Si	23.146	4.074	14.93
Si	25.894	1.326	14.921
Si	23.122	9.498	14.98
Si	25.848	6.754	14.897
Si	23.079	15.014	15.052
Si	25.848	12.229	14.972
Si	23.065	20.437	14.979
Si	25.78	17.663	15.006
Si	23.141	25.891	14.846
Si	25.894	23.163	14.903
Si	23.202	31.324	14.868
Si	25.903	28.592	14.852
Si	28.573	4.059	14.861
Si	31.4	1.322	14.916
Si	28.541	9.514	14.96
Si	31.262	6.796	14.9
Si	28.474	14.946	15.04
Si	31.196	12.208	15.048
Si	28.605	20.383	14.947
Si	31.297	17.656	15.088
Si	28.665	25.866	14.911
Si	31.361	23.094	15.02
Si	28.667	31.282	14.91
Si	31.332	28.619	14.954
Si	0.165	0.038	16.347
Si	2.749	2.743	16.28
Si	-0.046	5.437	16.245
Si	2.622	8.133	16.296
Si	-0.179	10.802	16.439
Si	2.634	13.529	16.482
Si	-0.15	16.18	16.498
Si	2.946	19.219	16.405
Si	0.07	21.65	16.344
Si	2.659	24.366	16.212
Si	0.041	27.248	16.275
Si	2.764	29.897	16.346
Si	5.445	-0.055	16.225
Si	8.278	2.74	16.082
Si	5.314	5.448	16.158
Si	8.177	8.11	16.47
Si	5.262	10.713	16.477
Si	8.364	13.777	16.322
Si	5.4	16.228	16.421
Si	8.144	18.994	16.382
Si	5.586	21.78	16.339
Si	8.224	24.401	16.367
Si	5.593	27.287	16.272
Si	8.185	30.117	16.421
Si	10.755	0.135	16.391
Si	13.624	2.765	16.356
Si	10.866	5.394	16.367
Si	13.601	8.127	16.433
Si	10.86	10.772	16.449
Si	13.626	13.479	16.474
Si	10.921	16.298	16.157
Si	13.581	19.005	16.199
Si	10.845	21.758	16.307
Si	13.643	24.605	16.345
Si	10.88	27.243	16.384
Si	13.496	30.037	16.495
Si	16.293	-0.029	16.141
Si	19.088	2.689	16.334
Si	16.43	5.51	16.291
Si	19.119	8.082	16.55
Si	16.43	10.845	16.513
Si	19.013	13.64	16.572
Si	16.421	16.34	16.403
Si	18.975	19.16	16.327
Si	16.344	21.874	16.202
Si	18.99	24.679	16.449
Si	16.392	27.411	16.386
Si	19.044	30.062	16.141
Si	21.845	0.057	16.178
Si	24.525	2.705	16.258
Si	21.789	5.387	16.359
Si	24.439	8.03	16.271
Si	21.724	10.821	16.355
Si	24.489	13.59	16.317
Si	21.692	16.466	16.375
Si	24.434	19.066	16.342
Si	21.651	21.86	16.244
Si	24.531	24.574	16.196
Si	21.769	27.212	16.214
Si	24.577	29.961	16.217
Si	27.294	-0.057	16.259
Si	29.92	2.638	16.162
Si	27.282	5.462	16.252
Si	29.854	8.074	16.291
Si	27.237	10.903	16.351
Si	29.773	13.532	16.403
Si	27.086	16.289	16.416
Si	29.911	19.054	16.396
Si	27.26	21.785	16.239
Si	30.016	24.539	16.33
Si	27.292	27.261	16.197
Si	30.027	29.995	16.372
Si	1.463	1.475	17.752
Si	4.139	4.054	17.63
Si	1.329	6.756	17.633
Si	3.861	9.362	17.869
Si	1.19	12.161	17.794
Si	4.041	14.874	17.853
Si	1.071	17.295	18.16
Si	4.358	20.508	17.835
Si	1.418	22.965	17.727
Si	4.074	25.836	17.287
Si	1.356	28.552	17.727
Si	4.273	31.123	17.673
Si	7.108	1.171	17.301
Si	9.502	3.987	17.688
Si	6.668	6.675	17.571
Si	9.57	9.42	17.935
Si	6.474	11.902	18.055
Si	9.779	15.035	17.709
Si	6.775	17.592	17.738
Si	9.518	20.373	17.737
Si	6.916	23.029	17.805
Si	9.596	25.736	17.693
Si	7.034	28.557	17.756
Si	8.841	32.098	17.698
Si	12.204	1.421	17.725
Si	15.081	4.18	17.589
Si	12.216	6.718	17.759
Si	15.029	9.446	17.789
Si	12.23	12.057	17.845
Si	15.085	14.901	17.7
Si	12.162	17.651	17.499
Si	14.976	20.42	17.383
Si	12.25	23.137	17.579
Si	14.928	26.126	17.702
Si	12.069	28.637	17.876
Si	15	31.454	17.686
Si	17.643	1.232	17.514
Si	20.462	4.026	17.755
Si	17.714	6.684	17.912
Si	20.585	9.402	17.887
Si	17.759	12.177	18.02
Si	20.255	15.284	17.828
Si	17.717	17.81	17.795
Si	20.205	20.641	17.675
Si	17.573	23.22	17.704
Si	20.406	26.102	17.819
Si	17.824	28.825	17.702
Si	20.474	31.347	17.453
Si	23.137	1.369	17.617
Si	25.985	4.043	17.523
Si	23.153	6.702	17.767
Si	25.908	9.359	17.471
Si	22.912	12.418	17.574
Si	25.785	14.85	17.825
Si	23.057	17.784	17.779
Si	25.821	20.503	17.569
Si	23.087	23.229	17.454
Si	25.964	25.896	17.541
Si	23.165	28.584	17.468
Si	25.947	31.265	17.634
Si	28.719	1.229	17.616
Si	31.15	4.088	17.468
Si	28.568	6.764	17.775
Si	31.103	9.343	17.766
Si	28.547	12.184	17.905
Si	30.988	14.927	17.809
Si	28.401	17.769	17.682
Si	31.396	20.306	17.76
Si	28.658	23.093	17.598
Si	31.386	25.949	17.688
Si	28.558	28.615	17.641
Si	31.524	31.337	17.719
Si	-0.1	2.837	18.768
Si	2.934	0.674	19.497
Si	-0.141	7.954	19.04
Si	2.662	5.393	19.043
Si	-0.225	13.601	19.079
Si	2.349	10.667	19.258
Si	-0.314	18.765	19.386
Si	2.818	16.234	19.377
Si	0.115	24.494	18.948
Si	2.897	21.75	19.258
Si	0.05	29.892	19.217
Si	2.829	27.09	18.796
Si	5.1	1.652	20.216
Si	9.029	-0.806	20.074
Si	5.323	7.894	19.062
Si	7.604	4.865	18.756
Si	3.489	12.202	20.602
Si	8.087	10.718	19.266
Si	5.631	19.012	19.251
Si	8.195	16.209	18.985
Si	5.301	24.483	18.681
Si	8.255	21.617	19.325
Si	5.63	29.827	19.111
Si	8.156	26.917	19.096
Si	10.886	2.759	19.176
Si	13.683	0.181	19.085
Si	10.963	7.976	19.345
Si	13.714	5.437	19.032
Si	10.873	13.48	19.168
Si	13.632	10.679	19.229
Si	10.747	18.811	19.011
Si	14.342	18.265	19.892
Si	11.057	24.459	19.058
Si	13.403	21.466	18.679
Si	12.915	30.743	21.332
Si	13.591	27.398	19.231
Si	16.378	2.691	18.802
Si	19.069	-0.086	18.85
Si	16.244	8.022	19.255
Si	19.084	5.234	19.265
Si	16.233	13.536	19.311
Si	19.417	10.887	19.269
Si	16.209	19.198	18.906
Si	19.139	16.774	19.397
Si	16.107	24.577	18.968
Si	18.834	21.908	19.235
Si	16.396	30.148	19.058
Si	19.704	28.149	19.049
Si	21.776	2.611	19.128
Si	24.48	-0.072	18.867
Si	21.911	7.988	19.365
Si	24.625	5.286	18.937
Si	20.818	12.458	20.373
Si	24.766	10.431	19.104
Si	20.654	18.294	20.666
Si	24.157	16.061	19.066
Si	23.498	25.717	20.019
Si	24.459	21.919	18.797
Si	21.587	29.756	18.744
Si	24.607	27.322	18.819
Si	27.316	2.629	18.828
Si	30.173	-0.005	19.1
Si	27.165	8.191	19.058
Si	29.906	5.29	19.067
Si	26.183	11.62	20.443
Si	29.753	10.62	19.28
Si	27.119	19.254	19.029
Si	29.574	16.376	19.123
Si	28.77	25.682	20.169
Si	30.125	21.853	18.989
Si	27.273	29.953	19.14
Si	29.95	27.345	19.017
Si	0.816	4.449	20.142
Si	6.068	2.947	18.57
Si	0.636	9.545	20.548
Si	4.079	6.493	20.559
Si	1.813	14.822	20.951
Si	5.065	13.299	19.31
Si	2.289	19.902	20.665
Si	3.873	18.009	20.457
Si	1.93	25.389	20.115
Si	3.732	23.755	20.244
Si	1.921	31.363	21.435
Si	4.534	27.948	20.106
Si	5.179	3.998	22.341
Si	10.134	1.279	20.885
Si	6.745	9.184	20.374
Si	8.562	6.721	21.039
Si	7.531	14.561	20.545
Si	9.037	12.617	20.349
Si	7.457	19.702	20.693
Si	9.128	17.806	20.421
Si	6.122	26.179	19.985
Si	9.738	23.115	20.44
Si	6.593	31.437	20.648
Si	9.423	27.279	21.026
Si	12.683	3.819	20.335
Si	14.531	2.094	20.19
Si	12.937	8.754	20.514
Si	14.663	6.926	20.612
Si	12.647	14.161	20.644
Si	14.435	12.51	20.513
Si	12.548	19.775	20.022
Si	13.655	16.396	18.75
Si	12.272	25.918	20.534
Si	14.514	22.454	20.362
Si	10.332	29.893	20.224
Si	15.066	28.826	20.459
Si	18.19	3.244	20.265
Si	19.98	1.509	20.271
Si	18.479	9.411	20.864
Si	20.294	6.75	20.668
Si	17.806	15.739	21.018
Si	21.818	14.022	18.931
Si	17.1	20.725	20.399
Si	21.676	19.39	18.913
Si	17.481	27.793	22.194
Si	21.166	23.36	20.724
Si	18.02	31.191	20.437
Si	19.094	29.125	21.157
Si	23.562	3.676	20.252
Si	25.781	1.457	20.111
Si	23.679	9.021	20.643
Si	25.736	6.85	20.29
Si	23.486	11.594	21.993
Si	27.159	13.492	19.356
Si	22.954	20.867	20.176
Si	25.525	17.058	20.7
Si	21.863	24.603	18.874
Si	25.578	23.395	20.15
Si	23.138	31.06	20.056
Si	25.471	28.891	20.32
Si	28.823	3.615	20.342
Si	31.32	1.705	20.36
Si	27.922	9.877	20.612
Si	31.726	6.123	20.278
Si	28.135	15.278	20.659
Si	31.54	11.178	20.729
Si	28.757	20.47	20.243
Si	30.535	17.939	20.596
Si	27.273	24.453	18.888
Si	31.147	23.567	20.341
Si	29.067	30.989	20.335
Si	30.751	29.139	20.367
Si	-18.126	-2.094	28.361
Si	14.195	-7.506	23.008
Si	-5.745	5.588	25.282
Si	6.157	17.017	37.002
Si	-10.626	2.635	23.817
Si	1.729	10.121	33.09
Si	-2.527	15.994	22.917
Si	6.128	3.768	27.772
Si	-2.704	17.547	32.587
Si	9.003	20.156	31.657
Si	-13.153	25.756	28.325
Si	20.349	14.664	28.553
Si	-8.204	-4.108	23.046
Si	10.174	-7.671	32.61
Si	5.42	10.205	35.293
Si	6.279	8.623	27.656
Si	0.357	8.563	22.8
Si	17.861	6.393	24.384
Si	6.511	12.569	24.235
Si	12.085	33.085	22.995
Si	10.347	6.811	27.448
Si	13.012	28.054	29.479
Si	-3.996	16.295	25.666
Si	8.733	35.162	26.376
Si	11.352	-0.499	32.419
Si	0.577	0.964	33.063
Si	1.474	-6.282	32.529
Si	4.278	5.955	31.786
Si	7.708	6.268	28.91
Si	7.618	5.461	23.595
Si	6.447	21.915	25.685
Si	18.241	22.81	23.59
Si	8.904	24.895	29.929
Si	-5.271	22.478	22.288
Si	4.595	30.448	22.786
Si	8.855	16.801	25.695
Si	17.074	-3.79	24.913
Si	16.682	2.862	22.001
Si	21.789	-9.703	30.502
Si	16.6	2.08	29.39
Si	14.939	4.338	30.348
Si	42.208	12.952	23.272
Si	12.1	23.099	27.724
Si	21.706	25.957	30.236
Si	4.436	17.428	23.505
Si	23.93	20.708	29.869
Si	31.209	23.194	30.866
Si	21.502	34.991	26.764
Si	23.297	-14.198	22.038
Si	4.01	-6.498	31.004
Si	28.521	1.861	31.182
Si	31.674	10.351	23.658
Si	24.069	6.641	25.133
Si	12.128	21.766	22.092
Si	14.492	15.467	30.67
Si	18.766	19.871	22.753
Si	18.809	23.704	26.365
Si	21.659	5.402	26.246
Si	27.481	27.458	29.617
Si	24.299	-1.371	26.656
Si	33.121	4.029	26.785
Si	27.612	0.148	22.418
Si	38.757	19.79	23.597
Si	19.235	10.084	26.455
Si	21.457	-4.181	23.145
Si	39.027	18.822	31.202
Si	17.662	13.561	27.834
Si	31.547	16.431	28.409
Si	23.931	34.606	31.083
Si	26.364	25.697	32.899
Si	31.425	28.236	22.407
Si	12.644	-13.471	26.127
Si	7.351	3.246	32.478
Si	10.157	-1.599	26.674
Si	14.876	12.315	23.684
Si	9.748	12.213	30.414
Si	6.554	29.551	28.336
Si	10.535	10.59	24.925
Si	-2.42	24.589	28.216
Si	6.539	15.71	27.525
Si	3.201	36.231	26.829
Si	0.632	22.495	32.917
Si	14.549	34.572	26.983
Si	5.792	7.754	24.863
Si	-4.361	-2.913	25.549
Si	19.239	1.112	28.596
Si	8.847	17.52	30.417
Si	3.641	12.666	32.446
Si	-1.286	27.037	32.446
Si	4.711	10.93	22.161
Si	7.456	10.113	25.475
Si	17.757	18.665	25.456
Si	6.603	31.632	32.823
Si	0.101	35.082	30.573
Si	2.362	46.328	26.93
Si	17.948	-23.275	23.845
Si	12.413	11.262	29.786
Si	17.393	6.291	27.474
Si	13.387	14.947	23.555
Si	15.301	5.671	22.791
Si	11.737	16.221	25.958
Si	23.432	9.279	26.555
Si	14.753	37.425	27.511
Si	16.526	15.827	26.241
Si	20.884	33.829	31.293
Si	18.51	19.313	28.238
Si	24.317	1.427	28.002
Si	15.85	-9.208	27.248
Si	26.181	17.906	26.012
Si	38.984	-6.059	32.972
Si	13.318	20.607	28.745
Si	10.443	21.082	29.184
Si	13.263	15.567	33.345
Si	22.135	13.396	24.018
Si	29.132	18.101	28.26
Si	27.196	24.369	29.011
Si	29.287	24.791	32.541
Si	11.321	21.852	25.133
Si	20.365	-10.96	28.089
Si	23.578	7.537	32.139
Si	28.152	6.716	30.209
Si	31.375	6.72	22.532
Si	26.98	5.006	22.421
Si	12.342	5.369	23.175
Si	14.547	0.207	24.495
Si	22.627	15.069	30.591
Si	23.69	18.928	24.967
Si	35.39	18.38	27.775
Si	22.015	25.634	22.617
Si	26.035	1.276	33.006
Si	12.147	7.559	33.11
Si	19.609	13.973	22.67
Si	35.789	19.982	23.57
Si	29.267	14.599	33.383
Si	32.727	12.666	25.456
Si	42.79	4.808	25.262
Si	23.309	21.388	26.95
Si	25.284	23.834	26.548
Si	27.933	20.326	27.203
Si	16.598	27.241	30.388
Si	-6.781	8.535	30.607
Si	8.961	14.818	31.479
Si	1.018	16.335	26.379
Si	-15.289	10.782	33.043
Si	-4.034	11.608	28.424
Si	-4.431	7.921	26.143
Si	1.615	21.273	27.772
Si	0.312	17.395	32.924
Si	-3.357	27.067	24.468
Si	12.342	32.725	27.833
Si	7.724	27.541	30.427
Si	5.746	18.506	28.365
Si	2.042	-3.333	26.421
Si	12.482	8.509	23.492
Si	-2.723	8.046	32.198
Si	15.367	17.17	22.501
Si	-3.525	8.76	23.365
Si	-4.919	10.053	32.568
Si	7.114	13.521	29.645
Si	-1.29	37.233	29.185
Si	14.954	42.285	24.872
Si	7.114	38.875	31.7
Si	11.084	42.943	32.209
Si	9.003	15.889	22.779
Si	11.581	9.415	27.439
Si	16.499	0.802	32.177
Si	0.392	28.769	28.835
Si	10.169	-5.394	28.873
Si	20.193	22.686	33.073
Si	22.426	14.391	26.644
Si	16.245	20.945	29.102
Si	1.483	22.022	25.088
Si	3.622	23.026	26.517
Si	14.966	13.023	29.1
Si	9.612	32.99	28.596
Si	20.321	15.584	32.492
Si	23.891	-5.662	31.988
Si	38.212	-7.488	22
Si	13.107	7.074	27.95
Si	14.084	-1.086	32.719
Si	17.466	13.364	24.866
Si	21.684	0.085	22.379
Si	10.376	27.822	33.743
Si	17.652	21.762	31.642
Si	19.176	34.072	33.624
Si	35.202	28.681	31.16
Si	20.567	39.705	32.461
Si	27.349	25.484	22.731
Si	24.041	4.57	32.785
Si	40.435	-1.041	24.689
Si	12.944	-5.451	25.191
Si	29.593	-1.055	30.876
Si	24.006	4.62	23.016
Si	16.586	9.174	30.534
Si	25.701	17.512	32.739
Si	32.875	20.861	30.467
Si	15.118	27.191	33.014
Si	33.611	17.794	30.118
Si	18.65	31.297	25.293
Si	15.199	19.571	24.474
Si	31.338	3.993	24.318
Si	17.573	-1.484	28.041
Si	36.07	2.302	24.048
Si	42.73	-4.67	26.007
Si	22.602	17.999	29.778
Si	31.942	7.486	30.028
Si	34.873	8.047	30.837
Si	35.562	3.363	31.387
Si	26.438	29.647	27.971
Si	24.432	29.996	32.468
Si	35.986	31.877	27.744
Si	19.077	7.264	29.833
Si	20.997	7.987	27.704
Si	1.488	1.694	28.025
Si	3.333	8.332	23.061
Si	-9.088	17.099	27.133
Si	4.661	14.825	25.333
Si	4.875	25.311	28.084
Si	1.167	26.203	22.143
Si	14.349	29.977	25.322
Si	3.872	27.589	22.351
Si	8.619	51.635	27.698
Si	2.73	34.844	35.776
Si	5.56	10.52	32.463
Si	0.34	15.039	23.668
Si	14.654	3.248	32.952
Si	4.759	28.122	26.614
Si	-2.395	24.365	25.353
Si	7.583	23.642	27.671
Si	17.194	25.048	21.757
Si	1.778	30.904	32.781
Si	8.828	33.535	31.465
Si	4.909	32.472	25.06
Si	9.229	33.718	23.602
Si	31.407	-2.715	32.65
Si	19.979	-3.701	33.756
Si	4.298	9.745	29.724
Si	12.236	-3.172	31.918
Si	-6.749	30.934	24.214
Si	13.974	15.425	27.742
Si	15.873	16.767	32.893
Si	19.697	17.268	30.062
Si	19.117	26.784	31.816
Si	17.683	24.694	30.697
Si	14.369	39.852	30.862
Si	30.233	13.987	27.011
Si	30.631	-0.825	25.521
Si	29.105	1.782	24.713
Si	20.354	5.149	23.409
Si	21.652	11.714	26.268
Si	25.296	14.601	31.741
Si	27.805	12.874	31.235
Si	7.377	28.862	25.542
Si	5.324	34.805	30.408
Si	26.292	42.49	27.778
Si	13.703	25.66	27.879
Si	17.576	-4.431	27.878
Si	32.997	-2.131	23.988
Si	26.932	-2.616	30.864
Si	29.892	8.694	28.345
Si	21.697	31.16	32.619
Si	19.621	12.827	33.684
Si	36.63	12.763	29.579
Si	30.397	27.659	28.626
Si	26.872	21.464	29.843
Si	24.614	25.737	24.16
Si	15.191	22.543	24.459
Si	28.543	36.562	28.936
Si	26.803	2.902	26.568
Si	27.857	-13.864	30.769
Si	30.901	-2.125	28.277
Si	21.545	-1.792	25.015
Si	38.18	-0.903	30.012
Si	33.364	2.483	22.503
Si	41.075	25.017	22.637
Si	32.468	23.621	23.186
Si	27.782	22.476	25.173
Si	49.126	9.311	27.581
Si	17.287	32.901	23.086
Si	41.415	23.454	25.064
O	-3.228	-1.845	25.14
O	5.937	0.266	20.485
O	3.844	1.165	35.081
O	-2.749	-1.434	29.342
O	2.077	0.238	27.765
O	-8.078	-5.293	24.154
O	3.812	7.073	34.953
O	2.187	9.111	34.285
O	1.74	9.3	31.717
O	4.088	3.682	23.503
O	5.82	9.996	21.432
O	1.937	18.51	17.469
O	-6.352	22.575	34.954
O	0.193	10.513	33.417
O	-1.028	27.199	34.053
O	-2.506	27.653	23.228
O	5.198	25.881	32.052
O	8.141	38.878	30.463
O	7.266	25.415	33.562
O	-6.245	17.085	34.125
O	-0.738	31.567	24.604
O	4.295	32.406	26.552
O	11.649	33.738	21.56
O	2.498	30.573	34.18
O	7.104	10.073	32.799
O	4.872	5.615	33.265
O	11.338	4.598	24.195
O	7.495	4.852	32.498
O	5.177	12.086	32.268
O	7.002	7.687	28.716
O	3.575	13.773	33.633
O	6.453	8.956	34.997
O	13.674	23.637	33.998
O	2.572	11.491	32.826
O	16.703	14.782	25.019
O	15.381	1.935	21.596
O	6.245	11.591	35.614
O	3.355	13.34	30.985
O	1.119	30.476	20.34
O	7.3	30.094	24.49
O	6.014	30.863	22.087
O	9.092	31.622	25.605
O	5.829	18.203	23.861
O	7.586	29.436	27.076
O	-3.107	24.489	34.097
O	1.282	26.009	34.122
O	7.232	30.461	33.773
O	19.509	23.958	33.804
O	6.577	-1.664	29.043
O	14.869	0.897	35.152
O	0.556	2.393	26.873
O	11.206	0.536	28.894
O	8.53	14.334	35.26
O	7.424	16.599	34.26
O	7.374	20.053	31.562
O	11.564	-0.774	26.665
O	16.452	18.264	32.988
O	13.261	15.369	31.733
O	15.046	13.967	30.415
O	5.073	9.686	31.162
O	0.977	21.573	29.221
O	-7.665	12.032	21.55
O	17.035	14.428	20.447
O	14.003	26.03	32.864
O	8.843	24.123	21.359
O	11.755	24.68	32.521
O	0.916	21.212	31.92
O	21.323	28.378	34.446
O	5.097	29.326	27.656
O	14.067	16.078	29.231
O	18.598	32.277	28.645
O	15.944	20.055	34.873
O	17.5	-0.486	21.651
O	17.136	-7.642	20.141
O	4.914	-10.294	25.81
O	23.362	3.545	24.046
O	11.158	8.655	32.37
O	18.005	6.127	25.98
O	15.761	-2.922	24.592
O	18.661	7.628	35.613
O	10.7	18.693	34.264
O	13.935	-3.311	29.242
O	20.603	26.393	31.346
O	12.467	15.543	27.216
O	16.761	15.575	33.575
O	9.817	10.851	31.338
O	25.472	4.535	33.546
O	16.919	20.926	32.802
O	21.62	14.32	29.537
O	15.586	27.724	31.554
O	21.978	40.383	32.045
O	13.435	14.114	34.071
O	26.504	32.753	34.03
O	18.772	18.852	26.701
O	28.289	30.776	31.334
O	29.979	24.674	20.682
O	15.315	4.565	33.648
O	17.547	-1.108	26.457
O	18.382	-2.86	24.731
O	29.038	3.089	32.096
O	25.179	19.418	35.553
O	10.439	6.248	25.934
O	24.206	8.046	33.543
O	25.175	17.375	27.18
O	15.366	8.389	31.248
O	13.702	-2.451	31.923
O	21.064	12.089	33.951
O	12.329	25.666	34.907
O	16.623	7.706	27.521
O	14.456	16.625	33.692
O	24.817	9.895	27.118
O	24.967	29.961	27.337
O	22.767	20.006	34.579
O	26.073	12.053	34.619
O	21.412	25.885	35.342
O	23.861	23.511	35.46
O	26.682	28.073	28.325
O	20.577	29.979	32.638
O	14.846	23.946	19.82
O	16.395	26.626	33.825
O	37.306	-12.317	34.07
O	24.63	0.983	32.212
O	37.394	4.087	26.971
O	22.937	-4.015	22.523
O	31.262	9.518	35.327
O	33.212	11.084	35.95
O	28.159	8.339	24.576
O	36.322	4.711	30.973
O	20.121	9.713	35.337
O	19.7	14.106	32.679
O	29.218	9.498	32.179
O	27.843	18.061	29.291
O	26.635	18.433	31.778
O	31.432	8.374	28.758
O	38.886	25.008	38.233
O	36.263	17.848	34.309
O	36.519	27.79	30.802
O	25.784	30.609	31.848
O	25.417	16.214	31.812
O	31.201	28.536	31.872
O	27.038	28.409	30.878
O	26.405	22.996	25.78
O	46.615	31.049	34.248
O	30.195	35.164	34.257
O	3.423	-0.726	18.814
O	8.65	4.78	24.605
O	6.666	6.493	24.387
O	9.992	-25.585	20.364
O	7.214	14.509	28.365
O	-4.372	9.433	22.158
O	-3.1	19.218	20.921
O	7.884	5.476	20.256
O	-0.819	12.707	20.298
O	7.688	15.303	22.007
O	6.713	5.125	28.391
O	11.681	-2.908	21.109
O	-1.389	23.932	24.198
O	-9.05	11.542	18.765
O	3.201	18.4	23.917
O	1.263	15.363	22.376
O	-0.677	37.12	25.73
O	0.014	26.284	31.831
O	2.509	23.247	25.362
O	4.072	28.457	34.725
O	3.415	30.802	21.721
O	-2.62	35.293	20.859
O	8.691	28.006	25.129
O	-4.684	26.319	23.947
O	4.355	7.694	24.13
O	9.241	1.843	22.166
O	12.562	-1.089	22.656
O	13.845	8.514	24.4
O	13.469	2.71	33.916
O	5.252	9.551	28.454
O	11.297	9.407	24.129
O	12.756	9.234	22.069
O	5.867	0.642	30.263
O	4.337	16.026	24.29
O	12.946	15.622	20.007
O	12.04	9.989	28.867
O	15.93	21.799	20.842
O	9.366	20.582	33.182
O	7.097	22.155	27.178
O	4.649	20.48	23.281
O	6.323	24.635	27.857
O	15.05	22.686	26.065
O	4.692	26.272	22.844
O	9.741	22.17	25.047
O	5.607	32.444	33.809
O	4.456	33.728	24.131
O	16.759	22.564	24.135
O	5.173	35.253	21.543
O	12.216	4.573	21.749
O	-2.523	0.695	25.318
O	12.457	-8.032	28.047
O	10.817	-3.296	18.734
O	12.39	10.801	31.362
O	-0.364	0.156	34.117
O	6.734	11.559	25.475
O	23.186	4.48	21.627
O	16.345	9.397	24.075
O	-8.008	2.516	20.669
O	14.831	12.158	22.073
O	9.608	18.683	31.268
O	12.392	15.672	24.588
O	13.865	18.976	25.118
O	12.305	20.229	21.601
O	27.04	21.164	28.257
O	16.492	19.701	25.451
O	15.715	25.298	22.413
O	3.845	24.429	27.235
O	17.467	19.94	21.783
O	14.255	29.853	21.469
O	3.046	22.019	27.65
O	18.134	26.327	22.004
O	16.062	27.939	21.396
O	12.976	-0.961	20.038
O	17.434	1.865	23.053
O	27.733	3.427	34.44
O	21.625	1.91	25.201
O	14.338	17.734	21.424
O	8.641	16.752	24.09
O	24.606	7.745	21.08
O	19.693	-7.747	26.96
O	9.869	14.556	23.185
O	19.662	12.9	21.457
O	22.166	11.922	21.112
O	22.127	22.053	20.974
O	17.207	15.114	27.55
O	21.17	14.228	23.029
O	10.161	15.902	26.021
O	21.199	12.397	24.877
O	17.006	9.065	20.28
O	13.298	19.509	27.565
O	23.024	14.967	19.6
O	17.178	27.754	23.785
O	19.741	20.303	28.572
O	20.313	33.298	21.665
O	18.345	25.382	32.009
O	21.436	29.311	24.548
O	15.79	-0.143	23.544
O	29.079	15.126	22.009
O	33.48	-7.773	23.06
O	28.466	1.169	23.342
O	33.438	16.104	24.804
O	26.445	-0.599	23.225
O	23.808	6.112	23.615
O	24.082	3.458	31.621
O	26.081	9.518	29.352
O	19.691	22.775	20.354
O	19.934	19.241	21.809
O	26.592	7.123	30.274
O	27.175	25.863	29.682
O	18.763	24.814	29.459
O	23.27	12.474	23.334
O	25.97	22.596	21.528
O	22.778	14.453	25.063
O	19.421	16.51	31.486
O	18.909	15.322	22.138
O	30.734	17.225	22.046
O	24.537	34.4	29.589
O	17.999	23.767	22.312
O	25.955	24.311	27.953
O	24.34	30.059	20.524
O	25.533	-4.401	21.843
O	22.747	-6.361	21.334
O	40.314	8.051	21.119
O	38.308	6.314	31
O	36.282	11.188	29.571
O	21.069	6.429	27.324
O	27.882	1.99	25.768
O	33.83	3.754	21.6
O	23.451	9.949	21.998
O	32.894	15.869	33.514
O	23.643	8.173	25.389
O	34.027	3.368	30.915
O	28.442	21.316	26.056
O	28.323	21.509	21.415
O	38.177	11.886	23.174
O	28.894	13.694	32.095
O	28.672	24.192	28.35
O	27.366	21.833	23.751
O	29.402	16.561	24.245
O	24	22.848	26.725
O	28.604	31.693	21.764
O	40.045	45.782	17.442
O	32.431	27.021	22.018
O	28.036	36.687	21.712
O	9.483	-1.23	28.113
O	-7.324	-0.936	25.494
O	-0.296	1.427	31.776
O	13.044	1.389	27.248
O	-16.279	-4.713	28.953
O	-7.013	6.573	25.372
O	2.758	2.728	28.163
O	-5.585	8.657	26.996
O	-8.306	18.27	33.317
O	-10.133	12.817	27.101
O	16.699	0.978	30.579
O	9.71	12.261	21.818
O	5.573	7.753	26.473
O	-5.863	16.132	21.13
O	2.24	17.361	26.62
O	4.319	18.658	27.611
O	-5.021	30.096	26.983
O	0.705	21.748	26.497
O	10.979	26.787	21.074
O	2.38	20.709	24.782
O	-2.637	36.881	28.367
O	2.809	36.024	33
O	-2.589	26.148	32.127
O	5.993	35.532	31.693
O	15.035	-7.903	27.744
O	0.531	14.753	19.94
O	14.061	3.626	31.506
O	16.3	3.502	30.101
O	8.98	10.166	24.992
O	3.735	2.136	30.746
O	6.647	4.34	22.936
O	10.519	12.093	24.266
O	7.978	12.842	23.643
O	7.458	14.377	31
O	2.075	1.912	23.179
O	2.286	20.312	22.238
O	8.631	24.154	26.528
O	-1.32	11.281	22.351
O	0.019	16.578	29.558
O	-3.411	19.672	27.88
O	-2.451	9.758	24.055
O	12.542	14.481	22.245
O	9.245	28.024	30.01
O	-3.786	28.25	25.469
O	-5.612	23.08	30.024
O	1.794	40.866	23.55
O	7.238	23.061	34.861
O	8.703	33.228	29.89
O	7.825	-0.083	32.313
O	4.641	4.562	35.596
O	-0.012	4.603	28.217
O	9.949	3.602	26.348
O	11.61	-4.687	28.659
O	22.52	-0.781	21.313
O	9.055	6.133	28.07
O	14.582	-2.735	26.9
O	17.952	-9.659	35.553
O	18.467	6.25	28.701
O	5.236	18.533	32.305
O	9.474	16.051	30.564
O	18.449	19.255	34.339
O	7.055	19.985	22.289
O	9.548	20.246	28.095
O	14.741	20.457	29.519
O	9.7	16.958	21.744
O	18.554	18.92	24.051
O	8.542	35.107	31.73
O	13.454	22.554	21.589
O	4.358	17.299	21.883
O	12.451	28.198	30.988
O	22.823	31.047	26.007
O	2.038	23.12	33.525
O	13.65	-6.356	24.032
O	9.61	-11.464	30.575
O	21.554	-0.84	23.694
O	18.542	-14.45	29.446
O	18.211	-2.97	28.191
O	16.518	12.721	28.662
O	14.032	13.599	24.178
O	21.274	3.931	26.78
O	12.807	8.405	27.061
O	15.546	-0.5	32.395
O	21.808	15.347	31.942
O	25.295	14.17	33.288
O	19.726	8.185	33.213
O	21.32	23.141	32.031
O	19.083	13.639	28.634
O	15.447	1.698	28.319
O	20.282	8.117	29.15
O	18.775	13.458	23.941
O	15.688	18.438	23.435
O	21.178	24.33	22.069
O	23.967	20.711	28.257
O	32.281	16.853	27.016
O	30.159	25.974	25.275
O	24.556	24.593	20.574
O	32.383	1.492	21.616
O	24.712	-2.632	23.646
O	13.501	-0.858	28.502
O	11.235	-1.911	31.594
O	16.058	-1.545	28.669
O	22.36	1.686	31.023
O	46.658	6.094	27.016
O	29.425	0.534	31.086
O	36.112	7.545	21.643
O	20.832	3.593	23.25
O	14.543	3.477	26.564
O	27.59	5.53	23.81
O	20.044	8.688	26.595
O	14.624	15.938	23.224
O	27.809	26.27	21.378
O	20.523	16.33	33.896
O	22.998	18.96	23.529
O	29.265	18.244	31.326
O	23.011	17.662	25.727
O	21.062	18.127	30.247
O	23.51	20.363	25.71
O	5.737	31.116	31.522
O	29.623	5.055	33.774
O	34.35	-0.153	32.582
O	22.999	-5.864	30.661
O	25.563	4.289	22.741
O	19.732	6.552	31.151
O	34.098	14.972	27.15
O	38.633	14.116	20.444
O	39.987	17.524	30.996
O	22.93	10.04	34.538
O	37.432	5.265	21.406
O	31.513	17.967	32.583
O	37.095	-3.782	23.148
O	31.041	-1.101	27.052
O	23.364	15.5	27.348
O	29.124	14.802	26.131
O	22.955	21.862	30.425
O	31.422	15.112	23.333
O	23.159	16.532	30.153
O	38.797	16.939	28.484
O	38.505	13.943	24.692
O	27.88	20.431	30.612
O	31.851	23.162	21.76
O	31.407	21.603	30.531
O	28.442	35.156	29.713
O	9.134	1.345	27.43
O	13.098	-7.402	21.795
O	4.437	-1.487	24.212
O	-2.197	17.514	28.927
O	3.68	9.909	22.903
O	7.184	7.468	32.699
O	3.183	8.581	29.666
O	9.006	18.322	26.26
O	5.565	19.131	29.84
O	4.376	25.413	29.626
O	-0.763	27.701	29.241
O	11.246	6.279	33.652
O	0.887	7.391	30.17
O	2.297	27.258	22.706
O	-3.168	10.24	28.645
O	0.61	13.538	24.202
O	1.348	29.957	25.105
O	15.27	38.506	30.82
O	8.273	32.413	23.359
O	-3.828	23.684	25.072
O	-2.186	19.552	35.389
O	1.894	27.951	32.468
O	15.811	34.794	32.78
O	7.677	25.959	30.052
O	11.933	16.328	33.834
O	9.37	1.171	34.844
O	8.315	12.373	29.611
O	23.447	19.242	30.379
O	8.298	-7.587	36.006
O	2.458	13.347	21.216
O	5.725	2.839	29.02
O	5.593	12.952	29.575
O	1.856	19.706	27.593
O	2.323	17.829	29.256
O	-4.719	23.993	22.464
O	2.619	25.601	31.682
O	8.714	26.575	22.308
O	6.614	20.456	24.988
O	7.01	19.268	27.671
O	9.381	24.368	31.366
O	9.575	27.281	27.376
O	9.985	26.622	32.681
O	7.274	22.901	24.704
O	4.836	26.773	27.458
O	7.267	35.755	26.817
O	0.537	34.199	29.311
O	15.131	33.72	25.742
O	10.498	29.525	26.355
O	11.934	-9.685	26.117
O	20.416	-3.467	22.134
O	18.001	2.152	28.59
O	18.443	7.855	24.014
O	16.327	5.093	27.669
O	14.268	11.02	24.43
O	10.372	0.614	31.846
O	26.723	6.254	21.437
O	11.676	6.371	28.259
O	0.729	19.578	20.359
O	11.625	20.383	25.723
O	17.253	24.012	26.664
O	16.158	22.426	28.455
O	16.428	12.379	24.133
O	14.343	13.856	27.858
O	13.368	33.726	23.747
O	18.767	42.949	24.917
O	26.587	30.492	29.342
O	19.068	23.546	24.775
O	8.62	38.868	22.559
O	19.209	27.68	33.137
O	16.994	19.892	28.139
O	20.115	2.019	32.439
O	16.977	-4.451	26.378
O	20.633	-10.114	29.446
O	17.492	3.904	34.94
O	20.188	-1.354	25.808
O	18.294	9.965	22.377
O	26.832	-5.723	33.84
O	16.478	6.226	35.41
O	25.269	18.551	24.835
O	11.838	17.818	26.104
O	27.463	11.554	32.084
O	28.367	12.375	29.819
O	13.892	11.836	29.417
O	11.902	20.411	29.537
O	26.523	13.84	31.012
O	26.593	9.138	31.921
O	22.742	18.003	28.175
O	10.988	10.827	33.744
O	22.135	31.624	34.113
O	27.707	25.025	32.302
O	23.113	30.775	31.953
O	20.067	33.958	29.943
O	22.271	24.449	30.139
O	20.863	21.76	34.196
O	19.175	-10.828	32.145
O	41.324	1.893	24.857
O	20.977	-6.423	28.821
O	39.268	9.117	24.503
O	28.022	6.303	26.238
O	20.967	-0.365	31.765
O	24.257	-0.175	27.743
O	30.34	-3.594	27.773
O	14.119	4.377	28.962
O	24.317	8.306	30.93
O	20.249	1.498	27.384
O	27.212	11.178	27.721
O	32.243	11.226	24.897
O	21.052	5.703	24.765
O	25.502	24.608	33.708
O	32.474	19.772	36.97
O	31.485	13.47	26.12
O	25.267	26.164	31.813
O	24.592	17.486	21.966
O	24.887	25.125	25.637
O	29.922	35.848	24.474
O	28.49	31.143	34.786
O	23.172	-7.492	23.659
O	33.793	-1.314	22.839
O	28.891	6.955	31.623
O	26.797	0.946	21.279
O	32.369	-2.417	28.915
O	30.374	7.549	33.663
O	18.651	11.757	32.952
O	35.883	13.38	28.278
O	27.087	16.656	25.481
O	19.291	8.002	21.005
O	31.23	5.348	23.425
O	35.762	7.063	31.782
O	25.784	25.312	23.106
O	37.236	23.877	21.692
O	31.13	24.059	29.482
O	29.082	17.26	26.884
O	35.295	30.482	27.37
O	29.824	23.545	31.649
O	32.419	35.647	23.694
O	26.127	18.417	20.044
O	30.832	31.163	31.787
O	-1.364	8.162	31.342
O	-2.711	7.515	22.716
O	9.347	-3.764	21.074
O	9.203	-8.122	23.961
O	-5.557	-2.781	24.479
O	5.161	15.329	26.778
O	0.539	4.228	34.223
O	14.309	-8.92	23.813
O	0.994	18.375	34.036
O	-1.823	14.972	28.18
O	16.046	4.269	22.459
O	3.287	-4.296	25.996
O	0.214	19.266	30.17
O	1.306	12.488	26.507
O	3.347	13.934	25.657
O	8.059	19.061	34.934
O	0.953	28.52	27.323
O	-2.059	29.802	34.04
O	6.765	28.411	29.465
O	-7.253	21.041	30.385
O	6.514	32.457	25.276
O	-0.45	29.285	23.343
O	2.084	32.861	20.823
O	-1.143	36.055	30.285
O	4.097	-0.921	29.183
O	7.361	2.769	34.022
O	12.913	-0.011	32.387
O	17.89	10.034	27.343
O	9.171	15.312	32.977
O	4.706	10.229	33.828
O	13.21	7.062	31.986
O	13.5	26.622	26.592
O	16.087	11.467	33.751
O	7.577	16.136	26.385
O	9.061	28.686	34.125
O	8.898	17.858	28.843
O	10.171	25.703	29.308
O	9.546	24.233	33.911
O	16.735	16.692	21.778
O	-1.876	23.946	26.83
O	13.313	22.132	28.191
O	10.785	22.529	28.506
O	23.866	38.624	32.022
O	-10.936	21.584	27.232
O	13.919	37.971	23.572
O	11.302	27.233	25.263
O	17.93	0.579	32.93
O	15.636	16.4	31.335
O	27.06	19.122	26.586
O	22.439	1.463	22.779
O	7.4	9.563	26.981
O	-3.182	12.664	27.553
O	22.487	8.639	27.724
O	10.272	8.438	27.494
O	13.79	7.428	29.368
O	14.983	16.123	26.67
O	11.125	12.244	29.532
O	9.885	16.504	35.324
O	1.282	17.401	31.64
O	23.635	19.831	21.231
O	8.353	23.638	29.085
O	11.983	21.934	23.673
O	14.757	21.052	23.959
O	7.195	27.606	31.978
O	16.432	25.624	30.263
O	6.834	24.791	22.89
O	16.995	43.027	31.539
O	18.405	32.381	24.13
O	13.371	29.305	36.041
O	17.194	17.166	25.675
O	19.879	-16.522	28.934
O	16.322	6.369	23.853
O	21.161	-5.792	23.276
O	13.777	-6.007	29.171
O	20.797	5.844	33.544
O	23.945	14.2	30.933
O	21.991	17.685	21.432
O	17.852	12.87	26.368
O	16.965	16.843	35.73
O	20.88	14.746	27.018
O	17.303	20.933	30.321
O	9.893	13.517	31.352
O	20.728	6.032	22.087
O	14.498	28.418	33.856
O	29.096	18.138	33.798
O	17.88	8.233	30.315
O	13.354	28.765	24.937
O	15.346	42.354	26.459
O	10.976	31.914	33.974
O	18.157	27.596	30.776
O	17.183	23.263	31.23
O	29.666	8.342	26.777
O	13.876	-1.188	24.974
O	24.313	-4.139	31.895
O	22.605	10.482	25.895
O	19.236	-10.303	27.147
O	28.91	7.687	29.157
O	28.153	5.153	29.862
O	22.881	2.025	27.55
O	11.258	10.605	26.388
O	20.274	11.225	26.97
O	35.73	2.547	25.591
O	18.744	5.264	23.613
O	16.046	9.712	29.096
O	30.334	26.188	27.982
O	10.768	22.323	21.421
O	11.563	28.816	33.236
O	18.671	27.078	27.993
O	33.24	22.355	23.817
O	25.541	2.06	27.134
O	35.344	30.232	31.595
O	29.088	27.71	29.572
O	23.139	26.718	33.432
O	31.186	12.099	34.573
O	31.312	5.999	29.918
O	24.528	-2.754	34.071
O	35.254	12.768	35.894
O	27.097	1.407	31.785
O	27.67	9.999	34.176
O	26.348	4.11	25.596
O	44.663	6.975	23.182
O	27.509	3.724	27.745
O	22.88	4.361	33.933
O	28.062	20.393	34.777
O	17.745	9.556	34.049
O	23.26	5.665	26.149
O	27.979	15.041	34.28
O	19.012	21.424	23.206
O	29.906	15.938	32.711
O	23.548	12.663	34.306
O	38.629	28.072	25.513
O	32.974	30.236	32.844
O	34.637	37.289	26.558
O	43.42	33.221	23.905
O	32.448	23.518	31.923
O	20.159	33.173	34.575
O	34.257	28.61	29.87
Si	-0.023	2.714	8.107
Si	2.746	-0.03	8.104
Si	-0.032	8.211	8.141
Si	2.743	5.451	8.164
Si	-0.036	13.62	8.181
Si	2.708	10.901	8.19
Si	-0.025	19.038	8.258
Si	2.675	16.314	8.285
Si	0.062	24.52	8.202
Si	2.775	21.797	8.207
Si	0.05	29.916	8.134
Si	2.769	27.211	8.148
Si	5.495	2.728	8.142
Si	8.222	0.041	8.119
Si	5.431	8.177	8.186
Si	8.172	5.448	8.15
Si	5.443	13.559	8.268
Si	8.175	10.847	8.246
Si	5.473	19.074	8.242
Si	8.192	16.304	8.261
Si	5.471	24.509	8.171
Si	8.106	21.808	8.204
Si	5.478	29.954	8.144
Si	8.198	27.246	8.14
Si	10.898	2.749	8.142
Si	13.622	0.021	8.078
Si	10.906	8.159	8.177
Si	13.62	5.487	8.132
Si	10.86	13.611	8.262
Si	13.586	10.886	8.223
Si	10.84	19.025	8.254
Si	13.538	16.288	8.293
Si	10.89	24.55	8.219
Si	13.559	21.766	8.235
Si	10.934	29.978	8.082
Si	13.643	27.254	8.137
Si	16.35	2.765	8.058
Si	19.063	0.018	8.083
Si	16.331	8.193	8.197
Si	19.048	5.488	8.102
Si	16.262	13.579	8.269
Si	19.035	10.87	8.205
Si	16.306	19.035	8.294
Si	19.048	16.316	8.28
Si	16.324	24.497	8.195
Si	19.047	21.759	8.248
Si	16.355	29.949	8.107
Si	19.072	27.209	8.147
Si	21.768	2.744	8.076
Si	24.484	0.017	8.079
Si	21.759	8.189	8.086
Si	24.464	5.459	8.073
Si	21.78	13.585	8.194
Si	24.455	10.878	8.097
Si	21.774	19.018	8.229
Si	24.524	16.295	8.179
Si	21.815	24.468	8.167
Si	24.527	21.724	8.165
Si	21.797	29.935	8.093
Si	24.536	27.2	8.131
Si	27.175	2.762	8.077
Si	29.946	0.004	8.096
Si	27.172	8.185	8.087
Si	29.873	5.483	8.09
Si	27.197	13.591	8.137
Si	29.891	10.924	8.125
Si	27.255	19.02	8.166
Si	29.926	16.312	8.157
Si	27.242	24.464	8.152
Si	29.926	21.76	8.215
Si	27.242	29.934	8.121
Si	29.998	27.192	8.147
Si	1.348	4.076	9.47
Si	4.106	1.352	9.457
Si	1.33	9.547	9.533
Si	4.073	6.818	9.543
Si	1.313	14.939	9.612
Si	4.052	12.229	9.608
Si	1.393	20.404	9.555
Si	4.08	17.681	9.579
Si	1.417	25.881	9.549
Si	4.117	23.158	9.562
Si	1.395	31.289	9.487
Si	4.125	28.582	9.509
Si	6.823	4.095	9.522
Si	9.542	1.399	9.508
Si	6.783	9.514	9.584
Si	9.53	6.81	9.522
Si	6.8	14.936	9.611
Si	9.514	12.222	9.614
Si	6.803	20.439	9.594
Si	9.527	17.652	9.632
Si	6.848	25.869	9.512
Si	9.511	23.168	9.543
Si	6.856	31.322	9.475
Si	9.572	28.62	9.474
Si	12.274	4.108	9.493
Si	14.996	1.394	9.425
Si	12.236	9.512	9.578
Si	14.966	6.825	9.538
Si	12.219	14.923	9.658
Si	14.945	12.202	9.619
Si	12.22	20.391	9.591
Si	14.935	17.658	9.62
Si	12.278	25.915	9.535
Si	14.942	23.154	9.558
Si	12.27	31.333	9.461
Si	14.985	28.622	9.494
Si	17.692	4.119	9.46
Si	20.416	1.385	9.45
Si	17.691	9.522	9.581
Si	20.41	6.837	9.479
Si	17.673	14.933	9.598
Si	20.403	12.237	9.564
Si	17.672	20.418	9.614
Si	20.406	17.69	9.612
Si	17.693	25.872	9.515
Si	20.43	23.145	9.543
Si	17.698	31.331	9.466
Si	20.424	28.599	9.478
Si	23.125	4.096	9.447
Si	25.855	1.369	9.441
Si	23.098	9.54	9.49
Si	25.819	6.816	9.454
Si	23.14	14.95	9.547
Si	25.815	12.232	9.489
Si	23.155	20.393	9.544
Si	25.876	17.673	9.535
Si	23.167	25.852	9.506
Si	25.88	23.103	9.524
Si	23.145	31.316	9.45
Si	25.892	28.57	9.481
Si	28.542	4.104	9.459
Si	31.301	1.351	9.473
Si	28.534	9.539	9.469
Si	31.254	6.824	9.46
Si	28.556	14.951	9.52
Si	31.257	12.258	9.524
Si	28.582	20.382	9.572
Si	31.27	17.654	9.583
Si	28.619	25.83	9.492
Si	31.347	23.118	9.53
Si	28.605	31.306	9.466
Si	31.354	28.563	9.502
Si	0.02	-0.006	10.825
Si	2.73	2.711	10.816
Si	-0.033	5.45	10.804
Si	2.696	8.181	10.895
Si	-0.036	10.906	10.889
Si	2.688	13.592	10.976
Si	-0.048	16.294	10.97
Si	2.715	19.02	10.942
Si	0.032	21.753	10.914
Si	2.759	24.513	10.912
Si	0.048	27.23	10.897
Si	2.748	29.935	10.861
Si	5.477	0.011	10.823
Si	8.187	2.748	10.881
Si	5.444	5.449	10.881
Si	8.17	8.159	10.912
Si	5.414	10.869	10.957
Si	8.145	13.566	10.985
Si	5.406	16.291	10.952
Si	8.151	19.047	10.92
Si	5.447	21.784	10.938
Si	8.183	24.532	10.923
Si	5.486	27.217	10.874
Si	8.202	29.95	10.848
Si	10.907	0.015	10.834
Si	13.662	2.743	10.825
Si	10.911	5.465	10.868
Si	13.624	8.17	10.937
Si	10.878	10.848	10.967
Si	13.6	13.55	10.982
Si	10.875	16.291	11.004
Si	13.578	19.034	10.964
Si	10.869	21.797	10.901
Si	13.61	24.549	10.913
Si	10.917	27.28	10.886
Si	13.609	29.985	10.848
Si	16.321	0.034	10.825
Si	19.057	2.758	10.815
Si	16.348	5.465	10.875
Si	19.066	8.162	10.913
Si	16.334	10.869	10.961
Si	19.042	13.578	10.96
Si	16.324	16.296	10.953
Si	19.041	19.06	10.96
Si	16.299	21.802	10.931
Si	19.054	24.523	10.872
Si	16.327	27.25	10.851
Si	19.049	29.963	10.838
Si	21.782	0.015	10.808
Si	24.483	2.72	10.794
Si	21.775	5.462	10.821
Si	24.46	8.165	10.839
Si	21.763	10.877	10.921
Si	24.471	13.578	10.909
Si	21.771	16.301	10.926
Si	24.508	19.032	10.902
Si	21.792	21.777	10.881
Si	24.519	24.485	10.873
Si	21.787	27.237	10.833
Si	24.527	29.962	10.809
Si	27.247	0.019	10.806
Si	29.928	2.727	10.808
Si	27.185	5.458	10.825
Si	29.899	8.179	10.835
Si	27.181	10.886	10.855
Si	29.907	13.605	10.909
Si	27.212	16.308	10.91
Si	29.94	19.027	10.955
Si	27.22	21.747	10.919
Si	29.973	24.482	10.869
Si	27.261	27.21	10.834
Si	29.982	29.943	10.825
Si	1.385	1.348	12.183
Si	4.067	4.072	12.203
Si	1.297	6.811	12.193
Si	4.035	9.531	12.308
Si	1.304	12.235	12.313
Si	4.052	14.937	12.368
Si	1.346	17.645	12.312
Si	4.099	20.377	12.269
Si	1.395	23.135	12.25
Si	4.135	25.863	12.26
Si	1.409	28.585	12.264
Si	4.119	31.314	12.181
Si	6.82	1.362	12.203
Si	9.546	4.125	12.226
Si	6.794	6.814	12.249
Si	9.497	9.502	12.333
Si	6.77	12.209	12.346
Si	9.518	14.912	12.346
Si	6.776	17.684	12.253
Si	9.526	20.407	12.243
Si	6.82	23.149	12.271
Si	9.559	25.921	12.261
Si	6.857	28.571	12.225
Si	9.557	31.311	12.207
Si	12.294	1.377	12.16
Si	14.985	4.11	12.232
Si	12.252	6.804	12.277
Si	14.991	9.51	12.328
Si	12.265	12.174	12.335
Si	14.998	14.9	12.305
Si	12.254	17.644	12.34
Si	14.939	20.431	12.287
Si	12.232	23.179	12.247
Si	14.965	25.941	12.257
Si	12.27	28.643	12.261
Si	14.928	31.364	12.212
Si	17.683	1.41	12.171
Si	20.426	4.108	12.189
Si	17.705	6.806	12.278
Si	20.404	9.526	12.299
Si	17.686	12.214	12.339
Si	20.412	14.953	12.31
Si	17.683	17.671	12.3
Si	20.407	20.473	12.261
Si	17.669	23.2	12.245
Si	20.407	25.902	12.206
Si	17.665	28.611	12.206
Si	20.429	31.327	12.177
Si	23.147	1.368	12.176
Si	25.836	4.064	12.161
Si	23.113	6.805	12.222
Si	25.822	9.518	12.207
Si	23.108	12.24	12.31
Si	25.812	14.964	12.26
Si	23.114	17.696	12.257
Si	25.849	20.389	12.286
Si	23.138	23.136	12.24
Si	25.9	25.86	12.198
Si	23.158	28.611	12.163
Si	25.908	31.311	12.164
Si	28.604	1.36	12.196
Si	31.302	4.071	12.169
Si	28.549	6.809	12.199
Si	31.252	9.536	12.213
Si	28.532	12.24	12.245
Si	31.248	14.937	12.334
Si	28.568	17.652	12.304
Si	31.35	20.378	12.301
Si	28.624	23.115	12.237
Si	31.332	25.85	12.221
Si	28.629	28.576	12.18
Si	31.349	31.292	12.193

Results
total energy: -461823.064 eV
total energy less fixed offsets of O -438.25, Si -107.07 eV per atom: 29.176 eV

Forces (eV/angstrom) on atoms 103 to 1559 of the 2136, counted in the order above; the others are left out for length: element, x, y, z
Si	-0.048	-0.012	-0.051
Si	-0.052	-0.056	0.019
Si	0.034	-0.019	-0.084
Si	-0.101	0.045	0.027
Si	-0.326	-0.387	0.298
Si	0.169	-0.283	0.21
Si	0.02	0.012	0.015
Si	-0.09	0.081	0.723
Si	-0.042	-0.125	0.696
Si	0.128	0.046	0.535
Si	-0.046	-0.074	-0.052
Si	0.05	0.032	-0.029
Si	0.285	0.332	0.486
Si	0.043	0.028	0.011
Si	-0.316	-0.283	0.517
Si	-0.222	-0.15	0.435
Si	-0.2	0.117	0.083
Si	0.003	0.059	0.083
Si	0.019	-0.003	0.032
Si	-0.244	-0.746	0.091
Si	0.002	0.011	-0.004
Si	-0.024	-0.042	0.051
Si	-0.225	-0.111	0.559
Si	0.018	-0.045	-0.117
Si	-0.045	-0.053	-0.074
Si	0.204	0.216	0.44
Si	-0.285	-0.332	0.396
Si	0.005	-0.066	-0.038
Si	-0.011	0.034	-0.068
Si	0.01	0.047	-0.088
Si	-0.001	-0.027	-0.093
Si	0.024	0.038	-0.026
Si	0.073	0.068	0.037
Si	-0.192	-0.258	0.468
Si	0.007	0.018	0
Si	0.046	0.002	-0.061
Si	-0.003	0.033	-0.077
Si	-0.24	-0.107	0.609
Si	0.124	-0.004	0.606
Si	-0.003	-0.061	-0.036
Si	0.001	-0.013	-0.065
Si	-0.001	-0.028	-0.05
Si	0.02	0.022	-0.043
Si	0.085	0.014	0.058
Si	-0.015	0.043	0.006
Si	-0.031	0.043	-0.061
Si	0.002	0.012	-0.022
Si	-0.007	0	-0.009
Si	0.122	-0.404	0.479
Si	0.045	-0.083	0.012
Si	-0.042	0.003	0.006
Si	-0.091	0.046	0.05
Si	-0.002	-0.008	-0.023
Si	0.034	0.002	-0.059
Si	0.001	0.021	0.012
Si	0.013	0.022	0.003
Si	-0.025	-0.012	-0.025
Si	-0.086	0.029	0.016
Si	0.031	-0.035	-0.034
Si	-0.052	0.008	0.05
Si	0.031	0.019	-0.023
Si	0.08	-0.05	-0.046
Si	-0.341	-0.513	-0.18
Si	-0.009	-0.036	-0.041
Si	0.011	-0.043	0.014
Si	-0.012	0.031	0.01
Si	-0.008	0.014	-0.015
Si	-0.013	-0.002	-0.016
Si	-0.002	-0.018	0.052
Si	0.015	-0.011	0.029
Si	-0.053	0.047	-0.04
Si	0.026	-0.026	-0.003
Si	0.038	0.092	-0.086
Si	0.013	0.003	0.035
Si	0.02	-0.014	0.065
Si	-0.045	0.034	0.062
Si	-0.048	-0.009	0.019
Si	0.102	0.008	-0.012
Si	0.041	0.022	0.104
Si	-0.002	0.076	0.051
Si	-0.012	-0.025	-0.071
Si	-0.017	0.067	-0.015
Si	0.055	-0.01	-0.037
Si	0.034	0.044	0.001
Si	-0.055	0.044	-0.07
Si	-0.001	0.063	-0.044
Si	-0.018	-0.028	0.039
Si	-0.002	0.07	-0.025
Si	0.03	-0.009	0.05
Si	0.066	-0.08	-0.051
Si	-0.024	0.014	0.017
Si	0.039	-0.011	0.043
Si	-0.006	0.042	0.019
Si	-0.009	0.021	-0.075
Si	0.002	0.019	0.017
Si	-0.014	0.029	-0.005
Si	0.012	-0.03	-0.006
Si	0.003	0.057	-0.001
Si	0.01	-0.028	-0.06
Si	-0.003	-0.004	-0.048
Si	0.04	0.013	0.012
Si	-0.001	-0.019	-0.023
Si	-0.024	0.009	-0.006
Si	0.021	0.032	-0.086
Si	0.083	-0.027	0.003
Si	0.011	0.001	0.062
Si	-0.012	-0.011	0.032
Si	0.014	-0.008	0.073
Si	-0.006	0.025	-0.013
Si	0.019	-0.064	0.014
Si	-0.012	-0.033	-0.013
Si	0.006	0.014	0.007
Si	0.002	-0.023	-0.02
Si	0.027	0.042	0.012
Si	0.009	0.02	0.002
Si	-0.042	0.022	-0.03
Si	-0.023	-0.02	0.027
Si	-0.002	-0.04	-0.006
Si	-0.029	0.026	0.036
Si	0.018	0.036	0.044
Si	0.084	-0.013	-0.062
Si	-0.015	0.027	-0.013
Si	-0.047	0.046	0.005
Si	-0.048	-0.043	-0.014
Si	-0.037	0.018	0.013
Si	-0.038	0.011	-0.047
Si	0.029	-0.07	0.019
Si	-0.004	-0.018	-0.029
Si	0	-0.007	-0.023
Si	-0.063	0.028	-0.043
Si	-0.029	0.041	0.017
Si	-0.013	0.005	-0.007
Si	0.036	-0.03	0.011
Si	-0.02	0.027	0.037
Si	0.294	0.385	0.482
Si	0.014	0.006	-0.009
Si	-0.002	0.018	0.004
Si	0.045	0.004	0.013
Si	0.009	-0.005	-0.008
Si	0.038	-0.026	-0.01
Si	-0.026	0.035	-0.006
Si	0.026	-0.031	-0.008
Si	0.046	-0.017	-0.03
Si	0.005	0.001	0.001
Si	0.002	-0.01	0.016
Si	-0.016	0.012	0.024
Si	-0.012	0.038	-0.025
Si	0.013	-0.01	0.008
Si	-0.014	0.031	-0.002
Si	-0.028	-0.006	-0.005
Si	-0.018	-0.014	0.004
Si	-0.005	-0.004	-0.004
Si	0.006	-0.044	-0.006
Si	-0.015	0.036	-0.001
Si	-0.038	0.027	0.001
Si	-0.005	0.02	-0.004
Si	-0.011	0	0.011
Si	0.004	0.003	0.004
Si	-0.006	-0.039	-0.002
Si	0.011	0.045	-0.007
Si	0.042	-0.039	0.029
Si	-0.03	0.018	0.03
Si	0.027	-0.034	0.013
Si	-0.025	0.026	-0.003
Si	-0.02	-0.004	-0.046
Si	0.008	-0.034	-0.03
Si	0.027	0.024	-0.014
Si	-0.007	0.011	-0.049
Si	-0.024	0.041	-0.031
Si	-0.025	-0.05	-0.011
Si	-0.042	0.024	-0.024
Si	-0.005	0.005	-0.034
Si	-0.018	-0.035	0.042
Si	0.012	-0.003	0.009
Si	-0.023	0	-0.063
Si	-0.022	-0.023	0.053
Si	0.029	-0.073	-0.012
Si	-0.007	-0.022	-0.031
Si	0.027	0.011	-0.06
Si	0.059	-0.002	-0.004
Si	-0.002	-0.011	-0.054
Si	-0.032	0.038	0.012
Si	0.037	-0.012	0.008
Si	-0.003	-0.031	-0.012
Si	0.022	-0.011	0.035
Si	-0.001	-0.002	0.016
Si	0.003	0.002	-0.031
Si	-0.005	0.002	0.023
Si	0.023	0.022	0.022
Si	0.009	-0.015	-0.025
Si	-0.013	0.008	0.016
Si	0.02	0.033	0.011
Si	0.025	0.045	0.004
Si	-0.017	-0.049	0.001
Si	-0.028	0.054	0.007
Si	0.003	-0.025	-0.008
Si	-0.004	0.019	0.003
Si	-0.03	-0.034	-0.009
Si	0	0.003	0.01
Si	0.023	0.002	0.015
Si	0.014	0.053	0.001
Si	-0.004	-0.028	0.002
Si	0.009	-0.035	-0.022
Si	0.018	-0.011	0.017
Si	0	-0.034	-0.002
Si	0.001	0.025	0.019
Si	-0.052	-0.023	-0.056
Si	-0.005	-0.006	0.016
Si	-0.04	-0.023	-0.006
Si	-0.012	-0.021	0.011
Si	0.006	0.02	-0.035
Si	0.019	0.022	0.009
Si	-0.004	-0.015	-0.006
Si	0.037	0.034	-0.005
Si	0.005	-0.009	0.02
Si	-0.019	0.022	-0.016
Si	0.025	0.032	-0.013
Si	0.033	-0.013	-0.04
Si	-0.054	-0.027	-0.06
Si	0.009	-0.001	-0.045
Si	-0.02	-0.043	-0.016
Si	-0.016	-0.037	-0.019
Si	-0.015	0.013	-0.03
Si	-0.002	-0.007	-0.005
Si	0.019	0.034	0.01
Si	-0.016	-0.023	0.007
Si	0.011	0.02	-0.004
Si	-0.018	-0.025	0.043
Si	0.017	-0.028	0.038
Si	0.016	-0.017	-0.005
Si	0.002	0.001	0.029
Si	0.004	-0.004	0.018
Si	0.035	0.034	-0.033
Si	-0.031	0.022	-0.002
Si	-0.001	-0.012	0.003
Si	0.017	0.008	-0.031
Si	-0.053	-0.004	-0.021
Si	0.021	-0.021	-0.026
Si	0	-0.002	-0.007
Si	-0.006	-0.001	0.034
Si	-0.018	-0.022	0.022
Si	0.012	-0.047	0.006
Si	-0.018	0.003	-0.011
Si	-0.002	-0.006	-0.007
Si	-0.018	-0.014	0.015
Si	0.016	0.009	-0.01
Si	-0.025	-0.012	-0.009
Si	0.027	-0.018	-0.033
Si	0.001	0.002	0.045
Si	0.001	0.001	0.006
Si	-0.028	0.006	-0.015
Si	0	0.006	-0.036
Si	-0.011	0.014	-0.01
Si	0.044	-0.003	-0.005
Si	0.02	0.032	0.01
Si	0.028	-0.003	0.022
Si	0.004	0.023	0.004
Si	0.032	-0.03	0.003
Si	-0.014	0.023	0.004
Si	-0.003	-0.032	0.003
Si	0.003	-0.017	0.012
Si	-0.014	0.005	0.006
Si	-0.008	0.013	-0.002
Si	-0.026	-0.013	0.009
Si	-0.01	-0.019	-0.013
Si	0.028	-0.006	-0.012
Si	0.046	0.007	-0.006
Si	-0.015	0.022	0.005
Si	0.014	-0.013	-0.003
Si	0	0.005	-0.024
Si	-0.005	0.001	-0.004
Si	-0.004	-0.008	0.004
Si	-0.004	-0.003	0.01
Si	-0.003	-0.013	-0.012
Si	-0.019	0.026	0.008
Si	-0.01	0.014	-0.003
Si	0.042	0.036	0.008
Si	0	-0.028	0.014
Si	-0.005	0.012	-0.008
Si	0.032	0.027	-0.002
Si	0.019	0.017	0.014
Si	0.015	-0.008	-0.017
Si	0	0.004	-0.012
Si	-0.005	-0.007	0
Si	-0.035	0.005	-0.011
Si	-0.009	-0.013	0.01
Si	-0.007	0.006	-0.006
Si	0.027	-0.018	0.013
Si	-0.019	0.004	0.009
Si	-0.006	0.01	0.005
Si	-0.001	-0.01	-0.003
Si	0.012	0.02	-0.032
Si	-0.012	0.019	0.01
Si	0.008	0.018	0.005
Si	0.011	0.028	-0.006
Si	0.005	-0.018	0.003
Si	-0.007	0.01	0.015
Si	-0.014	0.003	-0.009
Si	-0.008	0.012	0.023
Si	0.009	0.019	-0.003
Si	0	0.003	-0.011
Si	-0.021	0.032	0.003
Si	0.004	-0.01	0.004
Si	-0.009	0.026	0
Si	0.013	-0.016	0.008
Si	0.009	-0.013	0.013
Si	0.005	-0.013	-0.002
Si	0.014	0.003	0.009
Si	0.003	0	-0.009
Si	0.003	-0.015	-0.013
Si	0.017	0.019	-0.03
Si	0.008	-0.015	-0.001
Si	-0.029	0.03	-0.001
Si	0.003	0.012	-0.019
Si	-0.008	-0.001	-0.011
Si	0	-0.015	0
Si	-0.007	-0.012	0.008
Si	0.007	-0.014	0.002
Si	0.004	0.007	0.008
Si	-0.004	0.011	-0.009
Si	-0.016	-0.015	-0.007
Si	0.004	-0.012	-0.002
Si	0.01	-0.006	-0.01
Si	0.004	0.027	0.001
Si	-0.015	0.017	-0.005
Si	0.004	-0.007	-0.001
Si	-0.003	0.002	-0.014
Si	0.02	-0.013	-0.024
Si	0.006	0.011	0.008
Si	-0.019	-0.002	0.017
Si	-0.014	0.015	-0.003
Si	-0.016	0.022	-0.004
Si	0.003	0.006	0.008
Si	-0.016	-0.005	-0.006
Si	0.017	-0.004	-0.016
Si	0.013	0.009	-0.012
Si	0.019	-0.01	-0.001
Si	0.002	0.012	0.012
Si	-0.018	0.026	-0.007
Si	0.014	-0.006	-0.017
Si	-0.026	0.015	0.002
Si	0.025	-0.011	0.005
Si	0.005	-0.022	0.018
Si	-0.036	-0.025	0.05
Si	0.021	-0.011	-0.014
Si	0.019	0.011	0.009
Si	0.019	-0.013	-0.019
Si	0.011	0.025	0.015
Si	0.007	0.008	-0.005
Si	-0.013	0.039	-0.018
Si	-0.005	0.001	0.013
Si	0.007	-0.009	0
Si	-0.035	0.029	0.007
Si	-0.017	0.01	0.012
Si	0.011	0.013	-0.005
Si	-0.028	0.032	0.002
Si	0.004	-0.006	-0.004
Si	0.014	-0.009	0.003
Si	0.021	0.001	-0.013
Si	0.005	-0.004	0.001
Si	0.007	-0.01	0.007
Si	0.024	0.009	-0.001
Si	0.028	-0.019	0.013
Si	0.026	-0.016	0.008
Si	-0.009	-0.001	-0.005
Si	0.006	-0.029	0.031
Si	-0.002	0.008	0.007
Si	-0.018	-0.003	0.006
Si	-0.038	0.032	0.003
Si	0.023	-0.014	0.004
Si	0	0.004	0.006
Si	-0.001	0.004	0.019
Si	-0.001	0.028	-0.008
Si	-0.008	0.024	0.001
Si	0.011	-0.01	-0.011
Si	-0.015	0.01	0.013
Si	0.033	-0.016	0
Si	0.008	-0.002	-0.014
Si	-0.018	0.009	0.002
Si	-0.002	-0.012	0.004
Si	0.02	-0.029	0.002
Si	0.008	0.001	-0.007
Si	0.025	-0.041	0.006
Si	0.005	-0.002	-0.016
Si	-0.003	0.001	-0.019
Si	0.006	0.012	0.006
Si	-0.017	0.01	-0.005
Si	-0.013	-0.004	0.019
Si	-0.012	0.001	-0.004
Si	0.001	0.027	-0.01
Si	-0.005	0.019	-0.005
Si	0.016	-0.004	0.001
Si	-0.023	0.019	0.005
Si	0.011	-0.007	-0.017
Si	0.013	-0.003	0.007
Si	-0.004	-0.011	-0.001
Si	0	-0.014	-0.002
Si	0.01	-0.001	0.009
Si	-0.006	0.015	0.007
Si	-0.011	-0.002	0.015
Si	0.019	-0.017	-0.004
Si	-0.015	0.013	-0.006
Si	-0.012	-0.03	0.009
Si	0.022	0.005	-0.014
Si	-0.034	0.002	0.003
Si	-0.02	0.011	-0.006
Si	-0.013	0.006	0.006
Si	-0.029	-0.009	0.027
Si	0.04	0	-0.048
Si	-0.026	0.035	-0.013
Si	-0.001	-0.023	-0.004
Si	-0.007	-0.016	0.017
Si	0.012	-0.042	-0.001
Si	0.032	-0.013	0.032
Si	-0.047	0.012	0.004
Si	0.003	0.025	-0.02
Si	-0.013	0	0.066
Si	-0.004	0.017	-0.021
Si	-0.012	-0.009	-0.026
Si	-0.003	-0.001	0.011
Si	0.01	-0.022	0.001
Si	-0.031	0.01	-0.026
Si	-0.009	-0.032	0.014
Si	-0.047	-0.019	0.003
Si	-0.013	-0.036	0.001
Si	0.003	-0.018	-0.013
Si	0.024	-0.015	0.043
Si	-0.009	0.003	0.005
Si	0.038	-0.007	-0.002
Si	0.014	0.003	-0.001
Si	0.029	-0.034	0.021
Si	-0.043	-0.006	0.013
Si	-0.034	-0.046	-0.026
Si	-0.004	0.005	0.011
Si	0.009	-0.004	0.002
Si	-0.026	-0.021	-0.021
Si	0.044	0.011	-0.017
Si	-0.01	0.059	0.03
Si	-0.019	0.011	0.001
Si	-0.005	0.009	0
Si	0	-0.025	-0.003
Si	-0.04	0.012	0.015
Si	0.005	-0.02	0.02
Si	-0.031	0.041	0.008
Si	0.004	-0.031	-0.009
Si	0.003	0.029	0.003
Si	0.006	0.004	-0.027
Si	-0.014	0.028	0.048
Si	0.013	0.038	-0.025
Si	-0.02	-0.011	0.001
Si	0.013	-0.012	0.012
Si	0	0.004	0.021
Si	-0.014	0.002	0.004
Si	-0.001	0.004	-0.026
Si	-0.019	0.03	0
Si	0.006	-0.023	-0.018
Si	0.008	0.009	0.015
Si	0.011	-0.005	-0.011
Si	0.033	-0.02	0.005
Si	0.015	-0.007	-0.014
Si	0.004	-0.013	-0.004
Si	-0.005	0.007	-0.005
Si	0.026	0.032	0.014
Si	0.024	0.015	0.015
Si	-0.015	-0.015	-0.029
Si	-0.024	-0.005	-0.004
Si	-0.004	0.031	0.021
Si	0.012	-0.023	-0.001
Si	0.016	-0.028	-0.015
Si	-0.025	0.014	0.003
Si	0.021	-0.019	-0.009
Si	0.005	0.035	0.012
Si	0.015	-0.02	0.008
Si	0.008	-0.025	-0.002
Si	-0.009	0.009	-0.015
Si	-0.019	0.039	-0.043
Si	-0.024	0.006	0.007
Si	0.081	0.021	0.008
Si	-0.017	0.003	0.045
Si	0.002	-0.004	0.039
Si	-0.003	-0.01	-0.005
Si	0.383	0.296	-0.39
Si	-0.009	-0.033	-0.001
Si	-0.014	-0.014	0.016
Si	-0.016	-0.007	-0.017
Si	0.004	0.036	-0.02
Si	-0.003	-0.045	-0.021
Si	0.002	-0.014	-0.042
Si	0.02	-0.042	0.019
Si	0.046	-0.011	0.02
Si	-0.038	-0.017	-0.05
Si	0.398	0.24	-0.422
Si	-0.004	-0.001	0.01
Si	0.009	0.012	0.029
Si	0	0.065	-0.023
Si	-0.011	0.032	0.013
Si	0.015	0.027	0.04
Si	0.002	0.063	-0.007
Si	-0.059	-0.025	0.023
Si	0.017	-0.009	0.022
Si	0.01	0.003	-0.017
Si	-0.027	0.026	-0.018
Si	-0.013	-0.004	-0.003
Si	-0.012	0.015	0.014
Si	-0.017	0.031	-0.055
Si	0.047	0.039	-0.046
Si	0.041	-0.038	0.011
Si	0.027	0.027	0.037
Si	-0.038	0.041	0.073
Si	0.001	-0.05	0.037
Si	0.001	0.002	-0.018
Si	-0.023	0.036	0.039
Si	-0.004	0.034	-0.014
Si	-0.017	-0.02	-0.013
Si	0.047	0.026	0.014
Si	0.022	-0.041	-0.017
Si	-0.023	0.033	0.027
Si	0.011	-0.02	0.009
Si	0.027	0.039	0.031
Si	0.033	0.003	0.043
Si	0.003	-0.019	0.003
Si	0.011	0.001	-0.005
Si	-0.022	-0.017	-0.016
Si	0.007	0.008	0.033
Si	0.032	0.019	0.019
Si	-0.003	-0.007	0.036
Si	0.044	-0.016	-0.051
Si	0.012	0.029	-0.051
Si	0.014	-0.003	-0.011
Si	-0.041	-0.026	-0.03
Si	-0.003	-0.046	0.015
Si	-0.005	-0.006	0.021
Si	-0.055	0.046	0.013
Si	0.011	0.012	0.004
Si	0.008	0.002	-0.003
Si	-0.014	-0.036	0.006
Si	0.014	0.028	0.001
Si	-0.024	0.019	-0.019
Si	0.011	-0.003	0.055
Si	-0.021	0.017	0.029
Si	-0.048	-0.004	0.003
Si	0.016	0.01	-0.001
Si	0.016	0.033	-0.01
Si	-0.021	-0.016	0.014
Si	-0.011	-0.01	-0.027
Si	-0.003	-0.028	0.03
Si	0.046	-0.009	0.03
Si	0.063	0.013	-0.047
Si	-0.046	-0.025	0.077
Si	-0.001	-0.053	0.023
Si	-0.024	0.022	0.016
Si	0.035	-0.073	0.001
Si	-0.363	-0.425	0.321
Si	-0.047	0.002	0.085
Si	0.072	0.031	0.047
Si	-0.015	0.044	0.067
Si	-0.014	0.053	0.006
Si	0.357	-0.328	-0.358
Si	0.034	0.024	0.039
Si	-0.077	-0.004	0.004
Si	0.003	-0.03	-0.013
Si	0.007	-0.048	0.019
Si	-0.362	-0.46	0.199
Si	0.026	0.006	0.057
Si	-0.033	0.03	0.017
Si	-0.029	-0.02	0.063
Si	0.079	-0.045	0.053
Si	0.048	-0.051	-0.011
Si	-0.061	0.001	0.015
Si	-0.002	-0.031	0.07
Si	0.004	-0.009	0.047
Si	-0.019	0.032	-0.072
Si	0.038	0.047	-0.023
Si	-0.018	-0.038	0.031
Si	0.019	0.016	0.013
Si	0.027	-0.098	0.026
Si	0.012	-0.005	0.013
Si	0.002	0.008	0.001
Si	0.005	0.05	0.015
Si	-0.042	0.01	0.036
Si	0.371	-0.181	-0.207
Si	-0.047	0.062	0.021
Si	0.036	-0.07	-0.014
Si	-0.018	-0.004	0.029
Si	0.014	0.031	0.042
Si	0.052	-0.013	0
Si	0.024	0.02	-0.014
Si	-0.05	-0.043	0.043
Si	0.01	0.045	0.036
Si	-0.076	0.077	0.003
Si	-0.029	0.013	-0.034
Si	-0.05	0.035	0.059
Si	-0.016	-0.031	0.028
Si	0.009	-0.009	-0.028
Si	-0.027	-0.019	-0.02
Si	0.006	0.015	-0.025
Si	0.007	0.003	0.005
Si	0.015	0.003	-0.055
Si	-0.288	0.27	-0.363
Si	0.05	0.042	0.037
Si	0.025	-0.025	0.028
Si	0.03	-0.024	-0.027
Si	0.005	0.022	0.009
Si	-0.011	-0.034	-0.002
Si	-0.003	-0.017	-0.031
Si	0.042	-0.05	-0.023
Si	0.051	-0.013	0.022
Si	-0.016	0.06	0.006
Si	-0.001	-0.01	0.013
Si	-0.008	0.029	-0.008
Si	-0.015	0.003	0.003
Si	-0.01	0.037	0.041
Si	-0.022	0.038	-0.013
Si	0.002	-0.056	0.035
Si	0.026	-0.024	-0.034
Si	-0.014	-0.015	0.015
Si	-0.013	0	0.012
Si	-0.001	-0.05	0.03
Si	-0.042	0.028	0.007
Si	0.183	0.626	-0.329
Si	-0.005	-0.077	-0.098
Si	0.02	-0.119	0.054
Si	-0.052	-0.203	-0.813
Si	0.025	0.014	-0.001
Si	-0.286	-0.291	-0.419
Si	-0.013	0.021	-0.067
Si	-0.073	0.074	0.036
Si	0.029	0.009	-0.018
Si	-0.415	-0.22	-0.329
Si	0.022	-0.076	-0.034
Si	-0.375	0.154	-0.581
Si	-0.099	0.106	0.09
Si	-0.051	0.023	0.002
Si	-0.146	-0.219	-0.541
Si	0.439	-0.409	-0.272
Si	0.022	0.013	-0.01
Si	0.105	0.005	-0.041
Si	-0.002	0	0.034
Si	-0.157	-0.022	-0.107
Si	-0.02	-0.01	0.045
Si	0.054	0.063	0.025
Si	0.051	-0.009	0.004
Si	-0.011	0.053	0.038
Si	0.363	0.372	-0.352
Si	0.265	0.362	-0.27
Si	-0.004	-0.044	-0.062
Si	-0.005	-0.002	-0.065
Si	0.035	-0.042	-0.04
Si	-0.066	0.023	-0.069
Si	0.013	0.282	-0.703
Si	0.053	0.066	0.032
Si	-0.045	-0.184	-0.05
Si	0.187	0.021	-0.103
Si	0.018	0.008	0.066
Si	-0.031	0.027	-0.043
Si	-0.041	0.039	-0.026
Si	-0.224	-0.432	-0.518
Si	-0.022	0.009	0.025
Si	-0.263	-0.301	-0.435
Si	-0.132	0.031	-0.008
Si	0.08	0.007	0.021
Si	0.009	0.029	0.035
Si	-0.017	-0.004	-0.658
Si	-0.295	-0.382	-0.274
Si	0.015	-0.055	0.05
Si	0.047	-0.031	-0.09
Si	-0.007	0.021	0.05
Si	-0.029	-0.017	-0.002
Si	0.017	0.001	-0.061
Si	0.003	0.02	0.036
Si	-0.019	0.139	-0.687
Si	0.376	-0.368	-0.036
Si	-0.291	-0.186	-0.696
Si	0.495	0.42	-0.204
Si	0.003	0.11	-0.654
Si	0.012	0.01	0.019
Si	-0.019	-0.004	0.098
Si	-0.003	0.062	0.044
Si	-0.017	-0.034	0.001
Si	-0.007	0.008	-0.015
Si	0.032	-0.033	0.125
Si	-0.057	-0.01	-0.003
Si	0.445	-0.157	-0.376
Si	-0.038	0.012	0.008
Si	0.371	0.289	-0.283
Si	0.012	-0.04	0.011
Si	-0.062	0.143	-0.569
Si	-0.042	0.028	0.029
Si	0.036	0.003	0.041
Si	0.008	-0.03	0.018
Si	-0.162	0.419	-0.482
Si	0.073	0.042	-0.003
Si	0.056	-0.011	0.079
Si	0.005	0.092	-0.707
Si	0.401	0.328	-0.302
Si	-0.23	-0.247	-0.33
Si	0.682	-0.035	-0.543
Si	-0.205	0.378	-0.42
Si	-0.005	-0.057	-0.011
Si	-0.316	-0.134	-0.452
Si	-0.054	-0.074	-0.105
Si	-0.019	0.024	-0.028
Si	-0.072	0.089	-0.154
Si	-0.186	-0.295	-0.68
Si	0.02	0.079	-0.763
Si	0.038	0.018	-0.24
Si	0.521	-0.134	-0.592
Si	-0.27	0.301	-0.574
Si	0.085	-0.068	-0.619
Si	-0.184	0.306	-0.497
Si	0.019	0.024	0.013
Si	-0.047	-0.119	-0.748
Si	0.598	-0.468	-0.577
Si	-0.212	-0.272	-0.673
Si	0.235	-0.286	-0.402
Si	-0.365	0.034	-0.521
Si	0.012	-0.265	-0.566
Si	-0.074	-0.073	0.096
Si	-0.131	-0.689	-0.316
Si	-0.211	0.151	-0.595
Si	0.045	-0.112	-0.522
Si	0.26	0.293	-0.493
Si	0.103	-0.078	-0.705
Si	-0.146	-0.45	-0.473
Si	-0.305	0.54	-0.133
Si	-0.125	-0.011	-0.793
Si	0.041	0.062	0.01
Si	-0.086	0.32	-0.434
Si	0.35	0.363	-0.4
Si	0.178	-0.222	-0.674
Si	0.203	0.227	-0.589
Si	-0.299	-0.324	-0.174
Si	0.291	0.026	-0.812
Si	0.068	0.019	0.035
Si	0.434	0.655	-0.323
Si	0.213	0.34	-0.488
Si	0.236	-0.361	-0.503
Si	-0.541	-0.086	-0.289
Si	-0.227	0.045	-0.717
Si	-0.029	-0.216	-0.571
Si	-0.254	0.201	-0.628
Si	0.018	-0.123	-0.819
Si	0.108	-0.091	-0.12
Si	0.001	0.031	-0.001
Si	-0.039	-0.039	-0.672
Si	-0.405	-0.359	-0.537
Si	-0.044	-0.11	-0.007
Si	0.291	-0.048	-0.664
Si	-0.258	-0.014	-0.643
Si	0.455	-0.204	-0.617
Si	-0.095	0.212	-0.777
Si	0.042	-0.289	-0.644
Si	-0.164	0.177	-0.589
Si	0.086	-0.005	0.033
Si	0.1	-0.257	-0.709
Si	-0.02	-0.764	-0.311
Si	-0.166	0.023	-0.762
Si	0.281	-0.102	-0.709
Si	-0.016	-0.011	0.029
Si	0.14	-0.247	-0.661
Si	0.201	-0.313	-0.502
Si	-0.011	0.138	0.004
Si	0.064	0.112	0.003
Si	0.023	0.053	-0.171
Si	0.068	-0.151	0.035
Si	-0.09	-0.006	0.012
Si	-0.038	0.02	-0.084
Si	0.139	-0.004	0.289
Si	-0.068	-0.032	-0.188
Si	0.012	-0.107	-0.089
Si	0.053	-0.066	0.191
Si	-0.022	-0.096	0.153
Si	-0.06	-0.086	0.155
Si	0.03	-0.114	0.117
Si	0.146	-0.142	-0.102
Si	0.001	0.172	0.202
Si	-0.328	0.105	0.613
Si	-0.127	-0.093	-0.17
Si	-0.328	0.268	-0.225
Si	-0.097	-0.073	-0.071
Si	-0.022	-0.071	-0.065
Si	-0.116	-0.008	-0.173
Si	-0.007	0.093	0.004
Si	-0.023	0.089	-0.004
Si	-0.001	-0.065	-0.088
Si	-0.028	0.03	-0.008
Si	0.042	-0.122	0.05
Si	0.361	0.548	0.399
Si	0.011	-0.033	0.143
Si	-0.049	0.031	0.295
Si	-0.012	-0.03	0.056
Si	-0.12	0.125	-0.251
Si	-0.005	-0.04	0.018
Si	-0.009	-0.025	-0.148
Si	0.005	0.119	-0.002
Si	-0.083	0.082	-0.173
Si	-0.01	0.042	-0.202
Si	0.039	0.059	-0.081
Si	0.063	0.012	0.008
Si	0.511	0.039	-0.409
Si	-0.06	-0.097	0.055
Si	-0.009	-0.003	0.12
Si	-0.031	-0.013	0.08
Si	0.079	0.059	-0.032
Si	-0.134	-0.048	0.033
Si	-0.13	-0.023	0.074
Si	0.016	-0.043	-0.227
Si	-0.071	0.023	-0.056
Si	0.131	0.014	0.086
Si	0.047	-0.051	0.004
Si	0.002	-0.11	-0.266
Si	-0.126	0.124	0.014
Si	-0.001	-0.02	0.249
Si	0.537	-0.514	-0.328
Si	-0.034	-0.101	-0.084
Si	0.004	-0.151	-0.283
Si	-0.062	0.018	0.098
Si	0.03	0.001	-0.15
Si	0.007	-0.007	-0.135
Si	0.021	-0.116	-0.183
Si	-0.031	0.022	-0.047
Si	-0.091	-0.064	-0.08
Si	0.038	-0.057	-0.139
Si	0.167	-0.072	-0.095
Si	0.061	0.034	-0.218
Si	-0.004	-0.033	-0.07
Si	0.009	-0.089	0.026
Si	0.088	0.013	0.14
Si	-0.095	0.101	0.002
Si	0.029	-0.107	-0.066
Si	0.168	-0.139	0.039
Si	0.049	0.088	0.239
Si	-0.195	0.252	-0.609
Si	0.027	0.157	-0.112
Si	0.005	-0.043	0.084
Si	-0.05	-0.122	-0.016
Si	-0.048	0.139	-0.235
Si	-0.133	-0.097	-0.055
Si	0.095	-0.009	-0.074
Si	-0.008	0.122	-0.13
Si	0.047	-0.007	0.192
Si	-0.021	-0.08	0.055
Si	0.093	0.121	0.088
Si	-0.245	-0.116	0.54
Si	0.084	0.023	0.02
Si	-0.025	0.102	-0.058
Si	-0.032	-0.022	-0.037
Si	0.088	-0.086	-0.135
Si	-0.036	0.092	0.129
Si	0.031	-0.09	0.083
Si	0.021	0.008	0.246
Si	-0.417	0.312	-0.459
Si	-0.041	-0.019	-0.088
Si	-0.011	0.096	-0.142
Si	-0.028	-0.05	0.111
Si	0.014	-0.07	0.194
Si	0.053	-0.085	0.055
Si	-0.019	-0.05	-0.098
Si	0.068	0.186	0.079
Si	0.105	0.075	-0.031
Si	-0.011	0.037	-0.283
Si	-0.174	0.39	-0.625
Si	0.114	-0.036	-0.177
Si	0.129	-0.14	0.109
Si	-0.033	0.078	-0.006
Si	0.081	-0.09	0.079
Si	0.075	0.005	0.127
Si	0.001	-0.075	-0.023
Si	0.023	0.049	0.029
Si	0.007	-0.106	-0.137
Si	-0.032	-0.067	-0.093
Si	-0.145	0.443	0.619
Si	-0.069	-0.001	0.087
Si	0.005	-0.089	0.059
Si	0.04	-0.136	0.21
Si	0.015	-0.007	-0.22
Si	-0.117	-0.099	0.093
Si	0.002	0.047	-0.046
Si	0.071	0.027	0.115
Si	-0.029	-0.064	-0.193
Si	0.144	0.091	-0.05
Si	-0.019	0.039	0.151
Si	0.078	0.053	-0.038
Si	0.554	0.128	-0.428
Si	-0.041	-0.033	-0.198
Si	-0.016	-0.04	-0.25
Si	-0.002	-0.004	-0.136
Si	-0.107	-0.049	-0.032
Si	0.022	0.064	-0.015
Si	0.062	-0.036	0.12
Si	-0.127	-0.065	-0.117
Si	0.001	0.532	0.567
Si	0.342	0.26	0.706
Si	-0.075	0.018	-0.098
Si	0.004	0.053	-0.097
Si	0.356	-0.268	0.527
Si	-0.065	-0.061	-0.009
Si	0.069	0.04	-0.044
Si	0.057	0.049	-0.083
Si	-0.041	0.096	-0.02
Si	0.012	0.062	0.039
Si	0.121	0.024	0.145
Si	0.054	0.018	0.018
Si	-0.173	-0.043	0.111
Si	-0.034	0.01	-0.029
Si	-0.01	0.02	0.215
Si	-0.053	-0.074	0.014
Si	0.112	0.042	-0.086
Si	-0.104	0.114	0.054
Si	-0.123	-0.121	0.193
Si	0.04	0.028	-0.189
Si	-0.07	-0.118	0.034
Si	0.113	0.055	0.153
Si	-0.087	-0.008	-0.066
Si	-0.088	0.015	-0.085
Si	0.016	-0.054	-0.044
Si	-0.063	-0.047	0.055
Si	-0.056	-0.121	-0.105
Si	0.078	0.094	-0.097
Si	0.129	-0.006	-0.058
Si	-0.028	-0.077	0.129
Si	0.025	0	-0.023
Si	0.031	-0.061	-0.008
Si	-0.138	-0.024	0.09
Si	-0.007	0.032	0.183
Si	0.03	-0.105	-0.288
Si	-0.057	0.084	-0.05
Si	-0.009	0.036	0.106
Si	-0.019	0.048	-0.05
Si	-0.028	0.075	0.15
Si	-0.088	-0.013	0.207
Si	0.073	0.041	-0.026
Si	-0.096	0.042	0.05
Si	-0.132	0.003	-0.149
Si	0.023	-0.061	-0.017
Si	0.028	-0.056	0.063
Si	-0.023	0.037	0.039
Si	-0.124	0.025	0.138
Si	-0.143	-0.156	0.368
Si	0.187	0.271	-0.598
Si	0.021	0.007	0.072
Si	-0.026	0.041	0.071
Si	-0.051	0.099	0.022
Si	-0.175	-0.07	-0.093
Si	0.135	-0.261	0.426
Si	0.121	0.095	0.223
Si	-0.332	0.553	0.417
Si	0.031	0.014	0.164
Si	0.05	-0.15	0.17
Si	-0.068	0.039	-0.123
Si	-0.109	-0.033	0.164
Si	-0.021	-0.109	-0.092
Si	-0.026	-0.078	-0.201
Si	-0.116	-0.011	0.001
Si	0.033	-0.027	-0.144
Si	0.075	-0.005	0
Si	-0.085	0	0.173
Si	0.034	-0.125	0.097
Si	0.02	-0.012	0.185
Si	-0.003	0.146	-0.048
Si	0.047	0.054	-0.013
Si	0.039	0.104	-0.102
Si	-0.089	-0.024	-0.192
Si	-0.065	-0.015	-0.014
Si	-0.06	0.021	-0.228
Si	0.054	-0.007	-0.154
Si	-0.006	-0.027	0.101
Si	0.099	-0.027	-0.002
Si	-0.008	-0.164	0.131
Si	-0.024	-0.009	0.156
Si	-0.078	-0.052	-0.021
Si	-0.02	0.043	0.242
Si	0.176	0.067	-0.005
Si	-0.044	-0.063	0.058
Si	0.078	0.104	-0.015
Si	0.054	0.14	-0.007
Si	-0.009	0.028	-0.071
Si	0.026	-0.106	-0.018
Si	-0.018	0.015	-0.084
Si	0.058	-0.067	0.086
Si	0.377	-0.221	-0.517
Si	-0.011	-0.023	-0.171
Si	0.117	0.003	-0.742
Si	-0.012	0.025	0.092
Si	-0.322	0.308	0.226
Si	0.1	-0.003	0.18
Si	-0.036	0.064	-0.133
Si	-0.042	-0.023	0.179
Si	-0.023	0.063	-0.143
Si	0.023	-0.049	-0.04
Si	-0.132	-0.068	-0.156
Si	-0.142	-0.123	0.039
Si	-0.091	0.164	-0.037
Si	-0.078	-0.07	0.21
Si	-0.065	0.012	-0.104
Si	0.015	0.119	-0.176
Si	-0.083	-0.066	0.14
Si	-0.363	0.287	0.377
Si	0.093	-0.04	0.173
Si	-0.029	0.13	0.092
Si	0.018	-0.089	-0.032
Si	0.138	0.038	0.06
Si	0.082	0.034	0.172
Si	-0.006	-0.092	0.265
Si	0.045	0.082	-0.091
Si	0.13	-0.027	-0.046
Si	-0.2	-0.061	0.081
Si	0.084	0.088	0.066
Si	-0.095	-0.082	-0.05
Si	-0.005	0.054	-0.151
Si	0.036	-0.059	-0.138
Si	0.007	0.081	0.111
Si	-0.001	0.016	0.138
Si	-0.029	-0.008	0.061
Si	-0.093	-0.012	0.067
Si	-0.077	0.125	0.096
Si	0.068	-0.013	0.004
Si	0.005	-0.024	-0.13
Si	0.047	0.024	-0.071
Si	0.039	-0.094	-0.148
Si	0.009	-0.112	-0.029
Si	0.02	-0.02	0.085
Si	0.054	-0.128	0.07
Si	-0.155	0.296	0.716
Si	0.054	0.1	0.007
Si	-0.013	0.079	-0.066
Si	0.124	0.063	0.019
Si	0.041	0.052	-0.119
Si	0.026	0.085	-0.205
Si	0.079	-0.021	0.096
Si	-0.022	-0.176	-0.003
Si	-0.137	-0.093	0.121
Si	0.011	-0.123	0.059
Si	0.101	-0.028	-0.146
Si	-0.155	-0.078	0.098
Si	-0.003	-0.079	-0.241
Si	-0.066	0.099	-0.223
Si	0.069	0.243	-0.255
Si	0.101	0.095	-0.11
Si	0.003	0.011	-0.091
Si	0.047	0.132	-0.079
Si	0.007	0.078	-0.107
O	-0.016	-0.016	-0.266
O	0.026	0.127	0.042
O	-0.091	-0.107	-0.274
O	-0.371	0.048	-0.23
O	-0.352	-0.177	-0.048
O	0.055	0.197	0.527
O	0.091	-0.006	-0.318
O	0.197	0.301	-0.257
O	-0.063	0.465	-0.052
O	-0.158	0.39	0.422
O	0.165	0.156	0.283
O	0.06	0.071	0.249
O	0.125	-0.23	-0.553
O	-0.16	-0.185	-0.335
O	-0.518	0.11	0.169
O	-0.177	-0.178	0.07
O	-0.075	-0.407	-0.183
O	0.582	0.06	0.033
O	0.119	-0.114	-0.279
O	0.071	0.493	-0.173
O	0	0.564	-0.232
O	0.396	0.009	0.255
O	0.616	-0.017	-0.185
O	-0.175	0.154	0.072
O	0.421	0.152	-0.559
O	-0.029	-0.466	-0.388
O	0.036	-0.527	0.052
O	-0.071	0.211	0.213
O	0.451	0.439	0.019
O	0.361	0.459	0.51
O	0.043	0.021	-0.397
O	0.1	-0.455	0.504
O	0.049	-0.296	-0.472
O	-0.199	0.086	0.296
O	-0.074	0.248	-0.292
O	-0.168	-0.214	0.104
O	0.252	0.094	-0.471
O	-0.134	0.294	-0.067
O	0.337	-0.345	0.036
O	-0.178	-0.266	-0.536
O	0.317	0.029	0.447
O	0.314	0.006	0.072
O	0.547	-0.445	0.117
O	0.396	-0.026	0.19
O	-0.27	-0.092	-0.013
O	0.509	-0.54	-0.157
O	-0.229	-0.202	-0.025
O	0.334	0.28	-0.25
O	0.351	0.364	-0.322
O	0.289	-0.137	-0.576
O	-0.266	-0.481	-0.494
O	0.024	0.284	0.808
O	-0.076	-0.469	-0.465
O	-0.187	-0.334	-0.399
O	-0.182	0.267	-0.185
O	0.257	-0.271	-0.664
O	-0.047	0.169	-0.703
O	-0.34	0.138	-0.265
O	0.241	-0.376	0.423
O	0.335	-0.414	0.046
O	-0.061	0.518	-0.071
O	0.081	0.08	0.661
O	-0.205	-0.268	0.102
O	-0.048	-0.358	-0.418
O	-0.177	-0.032	0.109
O	0.064	-0.469	-0.716
O	0.714	-0.576	0.104
O	0.271	0.174	0.413
O	-0.275	0.145	0.478
O	-0.057	0.456	-0.061
O	0.297	-0.138	0.118
O	-0.234	-0.254	-0.092
O	-0.426	-0.102	0.106
O	0.206	-0.1	0.029
O	0.022	-0.368	-0.301
O	0.256	0.116	0.229
O	-0.192	-0.022	-0.095
O	0.305	-0.401	0.173
O	-0.082	0.461	-0.534
O	0.241	0.047	-0.079
O	0.442	0.185	-0.28
O	0.024	0.085	0.297
O	0.389	-0.176	0.436
O	-0.327	-0.599	0.306
O	0.248	-0.307	-0.409
O	-0.352	-0.104	0.352
O	0.242	0.438	-0.113
O	-0.527	0.217	-0.287
O	0.178	-0.437	0.258
O	-0.3	0.608	-0.252
O	-0.038	0.222	-0.594
O	0.115	-0.113	-0.016
O	-0.187	-0.229	-0.376
O	0.495	0.011	-0.1
O	-0.052	-0.103	0.524
O	0.014	0.064	0.458
O	-0.038	0.533	-0.48
O	-0.396	0.627	-0.071
O	0.325	-0.395	-0.067
O	0.448	0.172	-0.285
O	0.241	0.029	-0.098
O	0.306	0.411	-0.479
O	0.477	-0.208	-0.166
O	0.233	-0.203	0.66
O	-0.161	0.451	0.728
O	0.57	-0.534	-0.358
O	0.132	0.122	-0.161
O	0.314	-0.304	0.347
O	-0.045	0.013	-0.462
O	-0.147	0.644	0.611
O	-0.309	0.268	0.019
O	-0.163	-0.503	-0.222
O	0.166	0.03	-0.677
O	0.006	-0.181	0.038
O	0.167	-0.101	-0.474
O	-0.115	0.399	-0.265
O	-0.097	-0.498	-0.29
O	-0.233	0.085	-0.42
O	-0.398	0.224	0.031
O	0.165	0.048	-0.47
O	0.141	0.563	-0.308
O	-0.544	-0.72	-0.049
O	0.147	0.346	-0.471
O	-0.081	-0.075	-0.586
O	-0.29	-0.227	-0.465
O	0.219	-0.059	0.34
O	-0.332	0.297	-0.004
O	0.077	-0.199	-0.333
O	0.162	0.349	-0.409
O	0.071	0.158	-0.489
O	0.554	0.357	0.158
O	-0.415	-0.443	-0.206
O	-0.174	0.242	-0.111
O	0.354	0.13	-0.558
O	-0.005	-0.028	-0.177
O	0.144	-0.298	-0.246
O	0.267	0.383	-0.356
O	0.186	0.756	-0.095
O	0.231	0.105	-0.134
O	-0.106	0.018	-0.66
O	0.196	-0.426	0.518
O	-0.071	-0.345	0.098
O	-0.238	0.429	0.327
O	0.386	-0.25	-0.205
O	-0.312	-0.295	0.415
O	-0.099	-0.397	-0.111
O	-0.058	-0.378	0.248
O	0.22	-0.228	-0.054
O	0.158	0.03	-0.598
O	-0.273	0.135	0.159
O	-0.287	-0.18	0.35
O	-0.439	-0.053	0.21
O	-0.25	0.27	0.321
O	-0.536	-0.14	0.554
O	-0.123	0.143	0.021
O	-0.01	-0.518	0.203
O	-0.404	0.023	0.068
O	-0.001	0.032	0.165
O	-0.364	-0.225	0.432
O	-0.03	0.407	0.298
O	-0.3	0.455	-0.088
O	0.19	-0.287	-0.563
O	-0.146	0.585	-0.573
O	0.218	-0.131	-0.095
O	0.044	-0.173	0.046
O	-0.045	0.002	0.39
O	-0.046	-0.353	-0.346
O	-0.203	0.271	0.13
O	-0.064	-0.301	0.166
O	-0.561	0.486	-0.041
O	0.07	-0.085	0.651
O	0.087	-0.244	0.087
O	-0.713	-0.24	-0.511
O	0.003	0.127	-0.252
O	-0.234	-0.273	-0.322
O	-0.022	0.324	0.066
O	0.204	-0.034	-0.219
O	-0.391	-0.319	-0.022
O	-0.205	0.297	0.128
O	-0.113	-0.395	0.188
O	0.023	0.402	0.02
O	0.15	0.34	-0.375
O	0.21	-0.519	0.57
O	0.103	0.361	-0.371
O	0.044	0.238	0.097
O	-0.481	-0.125	0.375
O	-0.287	-0.181	0.801
O	-0.072	-0.679	0.039
O	-0.097	0.135	-0.379
O	0.383	-0.045	-0.501
O	-0.038	-0.275	-0.081
O	0.007	-0.164	0.586
O	-0.571	0.18	0.266
O	0.496	0.134	0.315
O	-0.286	0.214	0.365
O	-0.014	0.045	-0.22
O	0.358	-0.266	0.107
O	-0.006	-0.483	-0.542
O	-0.05	0.077	0.662
O	-0.441	0.399	0.393
O	-0.086	-0.189	-0.124
O	-0.138	-0.13	0.379
O	0.199	-0.028	0.082
O	0.708	-0.243	0.116
O	-0.34	0.092	-0.13
O	-0.284	-0.341	0.14
O	-0.078	-0.351	0.422
O	-0.117	-0.024	-0.254
O	-0.159	0.439	0.093
O	0.075	-0.018	0.09
O	-0.334	0.048	-0.357
O	-0.326	-0.607	0.042
O	0.263	0.208	0.5
O	0.336	0.052	0.626
O	0.461	-0.126	0.367
O	-0.131	-0.322	-0.004
O	-0.396	0.064	-0.048
O	0.636	-0.038	0.641
O	-0.095	-0.03	0.615
O	-0.025	-0.306	0.133
O	-0.463	0.007	0.415
O	-0.039	0.25	0.133
O	0.157	0.005	0.656
O	0.506	0.255	-0.432
O	0.139	-0.005	-0.085
O	-0.612	0.002	0.191
O	0.232	0.054	-0.221
O	-0.071	0.065	0.532
O	0.003	0.387	0.467
O	0.286	0.433	-0.072
O	-0.036	-0.591	-0.043
O	-0.719	-0.393	-0.258
O	-0.171	0.113	-0.078
O	0.101	-0.383	0.417
O	-0.201	-0.28	0.283
O	0.019	-0.332	0.378
O	0.146	-0.083	0.089
O	-0.482	-0.01	0.243
O	0.205	-0.429	0.753
O	0.111	-0.159	0.602
O	-0.186	-0.521	-0.165
O	0.062	-0.652	0.502
O	0.213	-0.092	0.524
O	-0.073	0.415	-0.016
O	0.077	0.264	-0.277
O	-0.321	0.058	0.389
O	-0.056	0.316	-0.005
O	0.024	0.126	-0.103
O	-0.172	0.292	0.376
O	-0.286	0.073	0.171
O	-0.001	0.413	0.384
O	-0.292	-0.355	-0.186
O	-0.401	-0.183	0.028
O	0.035	-0.203	-0.016
O	0.427	-0.165	0.643
O	-0.365	-0.212	0.389
O	0.598	0.371	-0.287
O	-0.351	0.012	-0.059
O	0.36	0.305	0.248
O	0.166	0.067	0.202
O	0.272	-0.238	-0.147
O	0.46	-0.114	-0.178
O	0.006	0.251	0.337
O	0.244	0.354	0.313
O	0.554	-0.515	0.371
O	-0.1	0.49	0.073
O	0.23	-0.092	0.053
O	0.11	0.427	-0.882
O	-0.433	-0.106	-0.141
O	0.053	-0.06	0.106
O	0.055	-0.136	0.366
O	0.116	0.157	0.08
O	-0.065	-0.401	0.733
O	-0.54	-0.601	-0.289
O	-0.255	0.282	-0.176
O	-0.065	0.246	-0.378
O	0.482	0.074	0.256
O	0.309	0.141	0.192
O	-0.26	0.515	-0.045
O	0.199	-0.366	-0.02
O	0.028	0.03	-0.235
O	-0.243	-0.791	0.021
O	0.042	0.333	0.029
O	-0.412	0.384	0.251
O	0.468	0.123	0.214
O	0.171	0.372	-0.015
O	-0.102	-0.351	-0.024
O	0.021	-0.107	0.58
O	-0.332	-0.464	0.514
O	0.256	0.663	0.212
O	-0.717	-0.133	-0.354
O	-0.455	0.217	-0.27
O	-0.69	0.026	-0.168
O	0.03	0.333	-0.012
O	0.318	-0.183	0.344
O	-0.219	-0.347	0.283
O	-0.415	0.291	-0.241
O	0.47	-0.426	0.72
O	0.345	-0.345	-0.031
O	0.378	-0.385	0.214
O	-0.378	-0.687	0.068
O	0.027	-0.269	0.205
O	0.164	-0.088	-0.198
O	0.015	0.382	-0.565
O	0.188	0.491	0.287
O	-0.657	0.153	0.047
O	0.163	0.315	0.415
O	0.349	-0.295	0.157
O	0.053	0.065	-0.66
O	0.597	0.027	0.054
O	-0.303	0.276	-0.535
O	-0.211	0.182	0.281
O	0.106	0.236	0.45
O	-0.434	0.436	0.223
O	-0.527	-0.195	-0.191
O	0.359	0.353	0.435
O	-0.013	-0.162	-0.384
O	-0.149	-0.386	-0.145
O	0.292	-0.34	0.142
O	0.375	0.208	0.383
O	-0.193	-0.213	-0.114
O	-0.361	0.456	0.11
O	-0.098	-0.171	-0.159
O	-0.164	0.267	0.19
O	0.597	0.354	0.286
O	-0.188	0.541	-0.117
O	0.257	-0.27	0.44
O	0.545	0.638	-0.09
O	-0.247	0.108	0.411
O	-0.044	-0.182	0.144
O	0.286	0.438	0.403
O	0.15	-0.196	0.311
O	0.179	0.122	0.578
O	-0.362	-0.295	0.326
O	0.034	-0.127	-0.486
O	-0.347	-0.104	-0.218
O	0.194	-0.148	-0.119
O	0.398	0.017	-0.106
O	0.352	0.417	0.304
O	0.319	0.028	0.549
O	0.003	0.147	-0.494
O	0.327	0.136	-0.035
O	-0.032	-0.175	-0.157
O	-0.1	-0.198	0.2
O	0.076	-0.285	-0.286
O	-0.128	-0.412	0.296
O	-0.408	-0.081	-0.399
O	0.39	-0.076	-0.259
O	0.13	0.446	-0.265
O	-0.058	0.316	0.52
O	0.164	0.032	-0.567
O	-0.03	-0.1	0.3
O	0.297	-0.015	0.353
O	0.23	-0.509	-0.034
O	0.657	-0.027	-0.177
O	0.258	0.259	0.046
O	0.216	-0.51	-0.008
O	0.163	-0.5	0.037
O	-0.201	-0.149	-0.13
O	0.018	-0.169	-0.239
O	0.08	0.398	-0.108
O	0.075	0.563	0.153
O	-0.065	-0.032	0.127
O	-0.458	0.193	0.479
O	0.406	-0.045	0.092
O	0.232	-0.554	-0.049
O	-0.19	0.053	0.807
O	-0.315	0.058	0.052
O	0.471	0.165	-0.598
O	0.159	-0.004	-0.086
O	0.33	-0.124	0.107
O	0.09	0.301	0.018
O	-0.148	0.425	-0.151
O	0.498	0.117	0.009
O	0.112	-0.615	0.253
O	-0.014	-0.014	0.313
O	0.177	0.467	0.377
O	0.136	-0.25	0.064
O	0.148	0.149	0.205
O	-0.227	0.096	0.196
O	0.545	-0.632	-0.156
O	-0.408	0.581	-0.207
O	0.402	0.12	0.091
O	0.029	0.063	0.315
O	-0.026	-0.4	0.357
O	-0.197	0.522	-0.112
O	0.055	0.182	0.461
O	-0.432	-0.041	-0.468
O	-0.023	0.172	0.176
O	-0.132	0.3	-0.343
O	0.335	-0.018	-0.345
O	0.386	-0.163	-0.212
O	-0.321	0.265	-0.04
O	-0.453	-0.474	-0.089
O	0.11	-0.122	-0.658
O	0.662	0.355	0.111
O	-0.094	-0.27	-0.497
O	0.378	-0.157	0.41
O	-0.07	0.307	-0.002
O	0.062	-0.022	-0.196
O	-0.437	0.568	0.33
O	0.208	-0.074	-0.241
O	-0.633	-0.255	-0.347
O	0.156	0.527	-0.026
O	0.289	0.028	-0.18
O	-0.151	-0.665	0.206
O	-0.278	0.032	-0.03
O	0.151	0.266	-0.332
O	0.131	0.371	-0.417
O	-0.07	-0.409	0.053
O	-0.233	-0.551	0.081
O	-0.365	-0.007	0.237
O	-0.546	0.04	0.164
O	-0.34	-0.677	-0.039
O	-0.135	-0.142	-0.103
